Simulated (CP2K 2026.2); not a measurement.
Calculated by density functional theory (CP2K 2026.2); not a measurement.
Periodic cell of 2016 atoms, Si1440O576, from a study of silicon, its oxide and their interface. The atomic structure is a simulated model.
Doubt: the forces sum to 5.99 eV/angstrom along one axis rather than to zero, so they err by at least 0.0030 eV/angstrom per atom on average; the grid cutoff is modest.

Settings: functional PBE; method Gaussian and plane waves; basis set DZVP-MOLOPT-SR-GTH; pseudopotentials GTH-PBE; grid cutoff 300 Ry, relative cutoff 40 Ry; k points Gamma only; occupations fixed; spin none; net charge 0.

Cell vectors (angstrom)
a	65.28	0	0
b	0	16.32	0
c	-2.0569	1.7335	33.3757

Atoms and the computed forces on them: element, x, y, z (angstrom), force x, y, z (eV/angstrom)
Si	0.683	-0.747	0.135	-0.002	-0.081	0.709
Si	3.66	1.573	0.027	0.127	0.049	0.67
Si	1.401	3.74	-0.291	-0.208	0.258	0.662
Si	3.886	6.698	-0.46	0.014	0.067	0.75
Si	1.015	-6.314	0.013	0.037	-0.349	0.737
Si	3.975	-4.228	-0.154	-0.022	0.217	0.639
Si	6.996	-1.576	-0.102	-0.168	0.097	0.712
Si	9.358	1.401	0.106	0.237	-0.155	0.684
Si	7.151	3.701	-0.009	-0.238	0.271	0.714
Si	9.647	7.086	-0.118	-0.109	-0.268	0.72
Si	6.244	9.867	-0.277	0.254	-0.178	0.716
Si	9.226	-3.841	-0.23	0.117	-0.236	0.614
Si	12.434	-1.716	-0.072	-0.138	0.186	0.765
Si	14.724	1.513	-0.046	0.206	-0.083	0.68
Si	12.621	3.863	-0.04	-0.323	0.151	0.76
Si	14.991	6.8	0.533	0.081	-0.091	0.435
Si	12.732	-7.264	0.075	-0.255	0.306	0.576
Si	14.684	12.382	-0.084	0.231	-0.102	0.71
Si	18.036	-1.766	-0.122	-0.302	0.483	0.604
Si	20.955	1.165	-0.251	-0.402	0.165	0.689
Si	17.156	4.702	-0.2	0.176	-0.249	0.707
Si	20.084	7.081	0.153	0.152	-0.04	0.675
Si	17.911	9.265	0.198	-0.048	0.082	0.7
Si	20.32	12.333	0.281	0.267	-0.105	0.67
Si	23.217	-1.037	0.083	0.006	-0.321	0.681
Si	25.944	1.532	0.309	0.188	-0.229	0.581
Si	23.63	3.731	0.163	-0.265	0.306	0.627
Si	26.477	6.128	0.058	-0.048	0.229	0.723
Si	23.443	9.651	-0.022	-0.331	0.084	0.645
Si	26.184	12.15	0.213	-0.292	0.111	0.7
Si	28.649	-1.564	0.665	-0.379	0.533	0.349
Si	30.82	1.772	0.084	0.08	0.029	0.588
Si	28.736	4.033	0.439	0.039	0	0.464
Si	31.536	6.653	0.136	-0.138	0.202	0.68
Si	28.349	9.815	-0.013	0.255	-0.287	0.626
Si	31.012	12.799	0.391	0.433	-0.635	0.196
Si	34.373	-1.633	0.254	-0.07	0.069	0.722
Si	36.684	1.4	0.077	-0.156	0.176	0.665
Si	33.765	4.419	0.044	0.167	-0.295	0.74
Si	37.007	6.497	-0.037	-0.132	0.262	0.765
Si	33.865	9.958	0.054	-0.126	-0.007	0.682
Si	36.552	12.463	0.181	0.179	-0.104	0.705
Si	39.842	-1.671	-0.037	-0.285	0.239	0.702
Si	-22.847	1.107	0.104	-0.171	0.144	0.736
Si	39.223	4.291	0.028	0.137	-0.157	0.705
Si	-23.461	7	0.068	0.182	0.001	0.66
Si	39.732	9.353	-0.062	-0.223	0.1	0.656
Si	-23.161	12.458	0.037	0.115	-0.263	0.668
Si	-20.712	-1.13	0.268	0.198	0.037	0.766
Si	-17.778	1.462	-0.066	0.202	-0.173	0.689
Si	-19.97	3.713	0.126	-0.103	0.067	0.75
Si	-17.864	6.965	0.082	0.225	-0.222	0.684
Si	-20.088	9.225	0.13	-0.238	0.184	0.705
Si	-17.402	12.021	0.199	-0.164	0.075	0.788
Si	-14.621	-1.646	0.066	-0.125	0.126	0.745
Si	-12.357	1.635	0.07	0.094	-0.286	0.693
Si	-14.607	3.853	-0.109	-0.331	0.138	0.716
Si	-12.149	6.597	0.122	-0.104	0.228	0.684
Si	-15.296	9.755	0.135	0.228	-0.043	0.785
Si	-12.4	12.5	0.083	0.045	-0.221	0.68
Si	-9.351	-1.771	-0.076	-0.019	0.273	0.714
Si	-6.548	1.186	0.141	-0.238	0.057	0.778
Si	-10.082	4.291	0.209	0.284	-0.008	0.819
Si	-7.119	6.844	0.027	0.159	-0.054	0.578
Si	-9.232	-7.139	0.017	-0.178	0.056	0.715
Si	-7.134	-4.046	-0.097	0.297	-0.082	0.723
Si	-4.371	-1.054	0.123	0.134	-0.267	0.774
Si	-1.501	1.398	0.422	-0.021	-0.005	0.513
Si	-3.509	3.721	-0.06	-0.258	0.071	0.691
Si	-1.82	7.063	-0.05	0.281	-0.114	0.699
Si	-4.086	-7.043	-0.102	-0.194	0.231	0.74
Si	-1.36	-4.243	0.014	-0.135	0.192	0.68
Si	2.465	0.132	1.406	0.016	-0.018	-0.047
Si	5.37	2.716	1.214	0.01	0.017	-0.008
Si	2.514	5.442	1.004	0.02	-0.039	-0.077
Si	5.259	8.119	0.972	-0.027	0.01	-0.018
Si	2.571	-5.3	1.386	0.021	-0.006	-0.038
Si	5.282	-2.675	1.098	0.006	-0.001	-0.039
Si	8.102	-0.094	1.358	0.006	0.007	-0.033
Si	10.947	2.724	1.209	0.015	0.009	-0.036
Si	8.214	5.526	1.06	0.022	0.006	-0.048
Si	10.976	-8.129	1.389	-0.017	0.018	-0.045
Si	7.997	-5.428	1.036	0	-0.013	-0.029
Si	10.813	-2.81	1.222	0.003	-0.006	-0.054
Si	13.567	-0.072	1.23	-0.011	-0.031	-0.046
Si	16.336	2.81	1.1	0.013	0.014	-0.071
Si	13.572	5.323	1.545	-0.032	-0.025	-0.033
Si	16.429	8.192	1.645	0.027	0.015	-0.027
Si	13.628	10.836	1.318	-0.012	0.033	-0.025
Si	16.336	-2.775	1.178	-0.048	-0.011	-0.05
Si	19.156	0.058	0.978	0.025	-0.01	-0.072
Si	21.848	2.723	1.295	0.011	-0.013	-0.065
Si	18.888	5.486	1.323	-0.025	-0.05	-0.059
Si	21.835	8.285	1.208	0.054	-0.001	-0.051
Si	19.075	10.82	1.515	-0.004	-0.01	-0.031
Si	21.983	-2.693	1.309	0.008	0	-0.059
Si	24.642	0.03	1.568	0.006	-0.012	-0.044
Si	27.333	2.727	1.728	0.01	-0.014	-0.041
Si	24.702	5.365	1.433	0.011	0.05	-0.053
Si	27.329	8.059	1.232	-0.04	0.04	-0.025
Si	24.589	10.98	1.471	0.036	-0.021	-0.043
Si	27.081	-2.749	1.804	-0.004	-0.054	-0.073
Si	29.874	0.218	1.566	0.03	-0.043	-0.039
Si	32.608	2.772	1.305	0.025	-0.003	-0.05
Si	30.085	5.51	1.583	0.025	0.006	-0.042
Si	32.646	8.345	1.338	0.018	-0.017	-0.067
Si	29.959	10.878	1.353	-0.017	0.079	-0.064
Si	32.787	-2.654	1.602	-0.03	0.059	-0.03
Si	35.427	0.026	1.473	-0.015	0.024	-0.037
Si	37.997	2.825	1.393	0.013	-0.009	-0.035
Si	35.4	5.483	1.36	0.002	0.001	-0.011
Si	38.111	8.175	1.24	0.002	-0.004	-0.028
Si	35.355	10.983	1.523	-0.01	0.018	-0.056
Si	38.201	-2.696	1.34	0.005	0.017	-0.017
Si	-24.465	-0.03	1.363	-0.007	0.007	-0.026
Si	-21.678	2.689	1.37	0.009	-0.017	-0.059
Si	-24.54	5.441	1.413	-0.018	-0.005	-0.049
Si	-21.761	8.091	1.328	-0.021	-0.004	-0.039
Si	-24.367	10.857	1.306	0.008	0.042	-0.049
Si	-21.804	-2.708	1.553	-0.006	0.012	-0.057
Si	-18.974	-0.01	1.351	-0.033	0.026	-0.026
Si	-16.23	2.697	1.218	0.016	-0.005	-0.057
Si	-18.935	5.359	1.421	-0.009	0.004	-0.054
Si	-16.362	8.149	1.443	-0.008	0.012	-0.069
Si	-19.028	10.864	1.432	0.016	0.007	-0.059
Si	-16.204	-2.742	1.438	0.016	0.004	-0.055
Si	-13.488	-0.028	1.31	0.012	0.004	-0.034
Si	-11.033	2.746	1.628	-0.017	-0.002	-0.037
Si	-13.662	5.401	1.408	0.012	-0.023	-0.061
Si	-10.896	8.152	1.328	-0.014	0	-0.035
Si	-13.605	10.889	1.325	0.008	0.009	-0.054
Si	-10.857	-2.737	1.442	-0.007	-0.018	-0.055
Si	-8.266	-0.032	1.198	0	-0.005	-0.054
Si	-5.329	2.789	1.283	0.015	0.033	-0.047
Si	-8.305	5.356	1.341	-0.024	-0.016	-0.053
Si	-5.548	8.072	1.292	0.001	-0.009	-0.049
Si	-8.185	-5.534	1.374	-0.013	0.006	-0.044
Si	-5.537	-2.794	1.195	-0.039	0.032	-0.069
Si	-2.899	0.005	1.594	-0.016	-0.02	-0.07
Si	-0.011	2.825	1.422	0.035	0.026	-0.064
Si	-2.732	5.429	1.387	-0.012	0.03	-0.057
Si	-0.109	8.219	1.098	0.003	0.022	-0.061
Si	-2.913	-5.467	1.251	0.002	-0.023	-0.068
Si	-0.24	-2.588	1.297	0.03	-0.038	-0.054
Si	1.26	1.475	2.836	-0.043	0.006	0.049
Si	3.977	4.164	2.473	-0.037	0.017	0.008
Si	1.24	6.824	2.467	0.01	0.006	0
Si	3.969	9.482	2.507	0.013	-0.009	0.003
Si	1.21	-3.906	2.664	-0.019	0.019	0.025
Si	3.947	-1.321	2.538	0.013	-0.006	0.003
Si	6.687	1.328	2.61	-0.011	-0.005	0.014
Si	9.533	4.138	2.512	0.002	0.021	0.026
Si	6.729	6.849	2.393	0.006	0.003	-0.013
Si	9.437	-6.719	2.495	-0.001	0.055	0.021
Si	6.683	-4.055	2.484	0.001	-0.002	0.023
Si	9.518	-1.42	2.645	0.014	-0.001	0.003
Si	12.234	1.318	2.606	-0.008	-0.003	0.012
Si	15.029	3.973	2.731	0.037	-0.005	0.038
Si	12.206	6.765	2.778	-0.008	-0.008	0.006
Si	14.984	9.598	2.79	-0.006	0.011	0.023
Si	12.172	12.17	2.609	0.011	0.006	0.027
Si	15.004	-1.378	2.56	0.005	-0.009	0.031
Si	17.773	1.412	2.407	-0.019	-0.035	0.013
Si	20.385	4.09	2.557	0.017	0.029	0.022
Si	17.734	6.763	2.9	0.015	-0.009	0.039
Si	20.527	9.501	2.77	0.006	-0.022	0.005
Si	17.64	12.242	2.689	-0.013	0.018	0.023
Si	20.474	-1.293	2.537	0.002	0.038	0.021
Si	23.179	1.418	2.786	-0.002	0.016	0.03
Si	25.91	4.091	2.956	-0.014	-0.008	0.051
Si	23.203	6.838	2.571	-0.021	0.018	0.01
Si	25.933	9.431	2.672	0.065	0.017	0.049
Si	23.213	12.305	2.804	-0.037	-0.017	-0.021
Si	25.793	-1.335	3.04	-0.026	0.025	0.028
Si	28.599	1.378	3.081	0.02	0.01	0.041
Si	31.4	4.083	2.865	-0.006	-0.034	0.041
Si	28.652	6.883	2.805	-0.039	-0.003	0.002
Si	31.288	9.567	2.785	-0.017	-0.02	-0.021
Si	28.631	12.178	2.888	0.05	-0.019	0.026
Si	31.342	-1.223	2.836	-0.058	-0.002	0.003
Si	33.976	1.398	2.719	-0.02	0.034	0.01
Si	36.684	4.139	2.802	-0.013	0.004	0.023
Si	34.056	6.924	2.679	-0.004	0.007	0.022
Si	36.759	9.502	2.687	0.015	-0.007	0.008
Si	34.035	12.259	2.953	0.036	-0.009	0.015
Si	36.841	-1.343	2.766	-0.001	-0.025	0.017
Si	-25.866	1.378	2.661	0.007	-0.004	0.013
Si	-23.089	4.072	2.681	0.004	-0.012	-0.003
Si	-25.879	6.834	2.745	-0.006	0.032	0.025
Si	-23.055	9.5	2.716	0.001	-0.003	0.02
Si	-25.775	12.198	2.694	-0.01	-0.011	0.009
Si	-23.182	-1.353	2.851	0.009	0.031	0.037
Si	-20.334	1.339	2.762	-0.007	-0.023	0.043
Si	-17.539	4.027	2.72	-0.002	-0.029	0.013
Si	-20.405	6.714	2.706	0.004	0.007	-0.001
Si	-17.705	9.497	2.82	0	0.008	0.049
Si	-20.386	12.223	2.781	0.018	-0.016	0.013
Si	-17.644	-1.388	2.713	0	0.004	0.004
Si	-14.929	1.317	2.646	0	0.02	0.001
Si	-12.379	4.108	2.906	-0.027	0.019	0.023
Si	-14.984	6.785	2.748	0.007	0.021	0.016
Si	-12.25	9.518	2.675	-0.001	0.003	0.02
Si	-14.889	12.214	2.8	-0.012	-0.015	0.039
Si	-12.168	-1.322	2.764	-0.01	-0.008	0.015
Si	-9.53	1.319	2.698	0.027	-0.041	0
Si	-6.81	4.072	2.624	0.01	-0.028	0.019
Si	-9.588	6.771	2.734	-0.012	-0.013	0.025
Si	-6.805	-6.846	2.72	0.008	-0.021	-0.003
Si	-9.55	12.145	2.742	0.015	0.005	0.002
Si	-6.885	-1.389	2.606	0	0	0.027
Si	-4.177	1.462	2.841	-0.008	-0.001	0.041
Si	-1.349	4.181	2.767	0.011	-0.016	0.013
Si	-4.185	6.744	2.681	-0.004	0.015	0.017
Si	-1.471	-6.801	2.573	0.007	0	0.052
Si	-4.195	-4.084	2.639	0.003	0.026	-0.011
Si	-1.507	-1.37	2.824	0.009	0.001	0.039
Si	-0.109	0.045	4.103	0.02	0.004	-0.014
Si	2.706	2.848	4.016	0.005	0.023	-0.011
Si	-0.006	5.556	4.036	0.03	-0.007	0.03
Si	2.611	8.159	3.881	-0.015	0.007	0.02
Si	-0.122	-5.397	3.945	0.007	-0.001	-0.035
Si	2.639	-2.637	3.997	-0.014	0.013	0.019
Si	5.316	0.002	3.955	0.006	-0.004	0.02
Si	8.114	2.757	3.861	-0.006	0.013	-0.014
Si	5.369	5.513	3.827	-0.002	-0.007	0.005
Si	8.081	-8.129	3.829	0.002	-0.017	0.018
Si	5.355	-5.448	3.862	0.006	-0.002	-0.027
Si	8.064	-2.749	3.924	-0.015	-0.008	-0.001
Si	10.85	-0.006	3.971	-0.011	-0.002	0.011
Si	13.604	2.635	4.01	-0.009	0.015	0.009
Si	10.798	5.419	4.032	0.005	-0.022	0.023
Si	13.596	8.169	4.054	0.003	0.005	0.004
Si	10.779	10.881	3.967	-0.014	-0.02	0.013
Si	13.589	-2.733	3.916	-0.009	-0.002	-0.023
Si	16.389	0.037	3.854	-0.001	0.032	-0.015
Si	19.069	2.701	3.933	-0.023	0.004	-0.009
Si	16.316	5.382	4.121	-0.006	-0.008	0.001
Si	19.152	8.151	4.133	-0.009	0.005	0.015
Si	16.331	10.938	4.123	-0.003	-0.005	0.032
Si	19.085	-2.667	3.932	0.021	-0.013	-0.002
Si	21.781	0.002	4.043	0.018	-0.035	-0.022
Si	24.509	2.724	4.213	-0.008	-0.022	0.033
Si	21.796	5.456	3.93	0.019	0.01	-0.008
Si	24.526	8.143	4.045	-0.002	0.016	0.012
Si	21.83	10.911	4.107	0.012	-0.012	0.001
Si	24.466	-2.735	4.292	-0.007	-0.023	0.046
Si	27.228	-0.017	4.335	0.001	0.003	-0.029
Si	30.024	2.775	4.28	0.014	0.033	-0.016
Si	27.297	5.506	4.19	0.004	0.009	-0.014
Si	29.978	8.208	4.189	0.01	0.002	0.018
Si	27.251	10.781	4.15	-0.075	-0.014	-0.054
Si	29.995	-2.69	4.173	0.013	0.01	0.017
Si	32.701	0.076	4.202	0.019	0.019	-0.031
Si	35.346	2.737	4.117	0.001	-0.023	-0.002
Si	32.759	5.509	4.125	-0.014	0.019	-0.034
Si	35.413	8.188	4.111	0.003	-0.003	0.006
Si	32.644	10.878	4.209	-0.001	0.007	0.003
Si	35.459	-2.673	4.175	0.004	0.03	-0.014
Si	-27.143	0.032	4.128	0.014	-0.001	0
Si	-24.465	2.709	4.034	-0.025	-0.002	0.009
Si	-27.208	5.48	4.136	0.001	0.018	-0.01
Si	-24.458	8.167	4.079	0.003	-0.008	-0.017
Si	-27.159	10.863	4.063	0.012	0.011	0.013
Si	-24.507	-2.757	4.151	-0.013	0.006	-0.009
Si	-21.733	-0.003	4.122	0.017	-0.003	-0.014
Si	-18.969	2.712	4.087	-0.011	0.009	-0.012
Si	-21.756	5.402	4.093	0.011	0.012	0.016
Si	-19.08	8.105	4.107	-0.008	0.006	-0.011
Si	-21.743	10.855	4.122	-0.022	-0.007	-0.003
Si	-19.005	-2.732	4.098	-0.001	0.006	0.003
Si	-16.296	-0.009	4.057	0.021	0.015	-0.014
Si	-13.687	2.665	4.152	-0.012	0.004	0.002
Si	-16.293	5.415	4.131	-0.011	-0.021	0.004
Si	-13.592	8.153	4.064	0.01	-0.011	-0.01
Si	-16.3	10.865	4.13	0.01	-0.017	-0.019
Si	-13.546	-2.706	4.11	0.001	-0.003	-0.014
Si	-10.849	0.014	4.133	-0.018	0.019	0.01
Si	-8.147	2.696	4.016	-0.001	0.009	0.004
Si	-10.924	5.457	4.148	0.011	-0.015	-0.011
Si	-8.203	8.136	4.07	0.002	0.002	-0.026
Si	-10.921	10.838	4.101	-0.002	0.008	0.013
Si	-8.186	-2.747	4.042	0.008	0.03	-0.027
Si	-5.56	-0.003	4.051	-0.015	-0.016	-0.034
Si	-2.734	2.793	4.104	-0.002	0.002	-0.006
Si	-5.529	5.432	4.063	-0.001	0.011	0.005
Si	-2.792	8.16	3.984	0.02	-0.02	-0.03
Si	-5.482	-5.445	4.055	0.006	-0.029	0.015
Si	-2.861	-2.762	4.087	-0.009	-0.001	0.013
Si	1.302	-1.279	16.28	0.003	-0.014	-0.008
Si	4.037	1.463	16.252	0.015	0	0.009
Si	1.36	4.16	16.272	-0.005	-0.005	0.001
Si	4.057	6.876	16.298	0.008	-0.016	0.005
Si	1.323	-6.768	16.368	0	-0.022	0.007
Si	4.006	-4.003	16.191	-0.016	-0.009	-0.004
Si	6.754	-1.273	16.122	0.02	-0.012	-0.021
Si	9.484	1.49	16.161	0.012	0.011	-0.001
Si	6.743	4.185	16.257	0.015	-0.001	-0.007
Si	9.428	-9.506	16.121	-0.005	-0.008	-0.011
Si	6.743	-6.75	16.131	-0.005	-0.007	-0.009
Si	9.465	-3.987	16.095	0	0	-0.028
Si	12.195	-1.252	16.104	0.016	0	-0.004
Si	14.89	1.37	16.238	-0.002	-0.006	-0.004
Si	12.183	4.069	16.165	0.003	-0.011	-0.006
Si	14.919	6.801	16.118	0.002	0.016	-0.019
Si	12.188	9.577	16.063	-0.003	-0.001	-0.026
Si	14.909	-4.018	16.06	0.013	0	-0.012
Si	17.599	-1.317	16.219	0.001	0.001	-0.017
Si	20.346	1.348	16.242	-0.002	0.004	-0.009
Si	17.619	4.087	16.218	0.001	0.016	-0.006
Si	20.36	6.744	16.271	-0.01	-0.009	-0.008
Si	17.659	9.51	16.136	-0.002	0.005	-0.014
Si	20.348	-4.091	16.248	-0.004	0.007	-0.008
Si	23.101	-1.395	16.333	-0.001	0.014	0
Si	25.788	1.304	16.359	-0.014	-0.003	-0.011
Si	23.08	4.034	16.337	0.002	0	-0.008
Si	25.832	6.729	16.371	-0.012	0.019	-0.006
Si	23.081	9.498	16.28	-0.009	0.024	-0.015
Si	25.817	-4.113	16.379	0.001	-0.005	0.001
Si	28.546	-1.37	16.382	-0.015	-0.006	-0.004
Si	31.259	1.336	16.394	-0.006	-0.02	-0.003
Si	28.556	4.016	16.408	-0.003	-0.011	0.003
Si	31.295	6.742	16.369	0.011	0.015	-0.009
Si	28.507	9.436	16.384	0.027	-0.014	-0.007
Si	31.268	-4.137	16.366	-0.009	-0.009	-0.017
Si	34.012	-1.381	16.342	-0.002	0.004	-0.025
Si	36.797	1.348	16.438	-0.001	0.012	0.007
Si	34.066	4.065	16.368	-0.011	0.004	-0.013
Si	36.804	6.768	16.36	0.004	-0.002	-0.017
Si	34	9.462	16.379	-0.007	-0.005	-0.009
Si	36.789	-4.113	16.367	-0.003	0.009	-0.011
Si	-25.763	-1.346	16.414	-0.005	0.006	-0.001
Si	-23.055	1.331	16.414	-0.003	0.004	-0.002
Si	-25.77	4.031	16.428	-0.01	0.018	-0.001
Si	-23.093	6.752	16.386	-0.009	0.005	-0.006
Si	-25.765	9.514	16.383	-0.011	0.004	-0.006
Si	-23.042	-4.072	16.42	0	0.001	0.008
Si	-20.357	-1.366	16.417	0.005	-0.011	0.003
Si	-17.661	1.314	16.364	-0.012	-0.012	0.005
Si	-20.374	4.022	16.354	-0.013	0.003	-0.005
Si	-17.66	6.761	16.286	0.003	-0.013	-0.007
Si	-20.358	9.501	16.314	0.027	-0.009	-0.01
Si	-17.642	-4.06	16.31	0.006	-0.001	-0.007
Si	-14.94	-1.377	16.286	0.01	-0.008	-0.013
Si	-12.223	1.338	16.288	-0.013	0	-0.005
Si	-14.953	4.06	16.261	-0.012	-0.005	-0.009
Si	-12.208	6.792	16.263	-0.001	-0.003	-0.008
Si	-14.898	9.526	16.265	0.012	-0.001	-0.006
Si	-12.211	-4.087	16.278	-0.003	0.007	-0.009
Si	-9.489	-1.359	16.327	0.009	0	-0.009
Si	-6.783	1.376	16.316	0.004	-0.002	-0.003
Si	-9.487	4.096	16.31	0.002	0.012	0
Si	-6.781	6.795	16.344	-0.014	0.007	-0.009
Si	-9.478	9.569	16.287	0.003	0.009	-0.006
Si	-6.761	-4.044	16.398	-0.013	0.022	0.002
Si	-4.094	-1.31	16.362	-0.007	-0.007	0
Si	-1.387	1.439	16.367	0.008	-0.009	0.011
Si	-4.064	4.131	16.426	-0.001	0.019	0.023
Si	-1.392	6.889	16.368	0.004	-0.013	0.005
Si	-4.095	9.561	16.386	0.003	-0.004	0.008
Si	-1.374	-4.025	16.337	0.01	-0.007	-0.003
Si	2.676	0.093	17.607	-0.033	-0.002	-0.006
Si	5.375	2.845	17.631	-0.015	-0.006	0.019
Si	2.667	5.538	17.669	-0.002	0.003	0.004
Si	5.485	8.236	17.605	0.007	0.012	-0.003
Si	2.727	-5.362	17.632	0.018	0.009	0.017
Si	5.365	-2.59	17.471	0.003	0.021	-0.01
Si	8.108	0.116	17.438	-0.025	0	-0.01
Si	10.832	2.787	17.619	-0.01	0.003	0.023
Si	8.121	5.539	17.628	-0.005	0.037	0.001
Si	10.797	-8.102	17.359	-0.011	-0.005	-0.004
Si	8.073	-5.331	17.412	0.004	0.004	0.014
Si	10.84	-2.605	17.407	-0.017	0.003	0.004
Si	13.485	0.039	17.602	-0.012	-0.016	0.012
Si	16.261	2.738	17.578	0.005	-0.009	0.016
Si	13.564	5.437	17.455	0.017	0.005	-0.001
Si	16.325	8.118	17.45	0.008	-0.02	-0.006
Si	13.583	10.929	17.376	-0.004	0.008	0.029
Si	16.139	-2.636	17.498	-0.017	0.011	-0.004
Si	18.987	0.004	17.595	-0.007	-0.001	0.011
Si	21.67	2.673	17.654	0.019	-0.008	-0.007
Si	18.97	5.395	17.634	0.008	-0.001	0.001
Si	21.728	8.115	17.601	0.008	-0.018	0.021
Si	18.939	10.875	17.546	-0.007	-0.024	0.026
Si	21.721	-2.779	17.642	-0.005	-0.011	-0.007
Si	24.425	-0.038	17.748	0.011	-0.013	0.006
Si	27.166	2.62	17.729	0.016	-0.007	-0.014
Si	24.472	5.353	17.713	0.001	-0.004	-0.01
Si	27.174	8.048	17.794	0.005	-0.022	0.012
Si	24.429	10.81	17.693	0.008	-0.009	-0.004
Si	27.179	-2.725	17.734	-0.005	0.001	0.007
Si	29.88	-0.012	17.787	0.011	0.03	-0.003
Si	32.66	2.721	17.682	0.017	0.011	-0.022
Si	29.918	5.412	17.747	0.007	0.002	0.013
Si	32.691	8.032	17.751	0.008	-0.012	-0.003
Si	29.888	10.794	17.695	-0.003	0.017	-0.01
Si	32.623	-2.73	17.677	-0.004	0.005	-0.011
Si	35.373	-0.04	17.706	-0.018	-0.027	-0.01
Si	38.18	2.689	17.847	-0.01	-0.017	-0.013
Si	35.468	5.404	17.724	0.011	0.019	-0.034
Si	38.161	8.131	17.713	0.006	0.003	0.007
Si	35.381	10.847	17.675	0.005	-0.015	-0.01
Si	38.155	-2.739	17.72	-0.003	0	0.007
Si	-24.391	-0.004	17.817	0.019	-0.014	0.003
Si	-21.68	2.663	17.786	-0.011	0.003	-0.005
Si	-24.381	5.347	17.801	0.022	-0.009	0.017
Si	-21.731	8.163	17.676	-0.021	-0.009	-0.016
Si	-24.384	10.854	17.76	0.003	-0.013	-0.02
Si	-21.703	-2.7	17.824	-0.011	0.011	0.039
Si	-18.981	-0.037	17.803	0.018	0.006	-0.006
Si	-16.261	2.688	17.648	0.035	0.022	0.015
Si	-19.021	5.407	17.659	0.015	0.008	0.017
Si	-16.218	8.097	17.56	0.011	-0.001	-0.017
Si	-18.994	10.884	17.63	-0.016	-0.005	0.02
Si	-16.286	-2.701	17.68	0.016	-0.008	0.003
Si	-13.555	-0.062	17.633	0	0.003	0.005
Si	-10.883	2.734	17.613	0.012	-0.023	0.005
Si	-13.603	5.434	17.588	0.013	0.024	0.001
Si	-10.848	8.188	17.57	-0.01	-0.013	-0.006
Si	-13.577	10.908	17.648	-0.015	-0.017	0.023
Si	-10.848	-2.756	17.646	-0.008	0.014	-0.006
Si	-8.139	0.027	17.676	0.005	-0.021	0.008
Si	-5.459	2.713	17.727	-0.017	-0.022	-0.019
Si	-8.118	5.417	17.711	-0.007	-0.001	0.029
Si	-5.462	8.162	17.73	-0.015	-0.02	-0.004
Si	-8.128	-5.439	17.723	0.011	-0.037	-0.003
Si	-5.428	-2.644	17.786	-0.012	-0.008	0.024
Si	-2.781	0.081	17.735	-0.002	0.022	-0.028
Si	0.035	2.82	17.665	-0.013	0.008	0.016
Si	-2.714	5.557	17.792	0	0.004	0.021
Si	-0.063	-8.102	17.801	0.003	0.014	-0.016
Si	-2.726	-5.369	17.727	-0.009	0.012	0
Si	-0.056	-2.61	17.683	-0.001	0.011	0.009
Si	1.368	1.44	19.03	0.005	-0.005	-0.015
Si	4.039	4.237	19.05	0.022	-0.004	-0.012
Si	1.33	6.834	19.138	-0.022	-0.013	-0.011
Si	4.183	-6.691	18.959	-0.004	0.026	-0.045
Si	1.339	-3.991	18.961	0.018	-0.002	-0.039
Si	4.077	-1.249	18.91	-0.001	-0.013	-0.016
Si	6.785	1.425	18.864	-0.003	-0.015	-0.032
Si	9.488	4.184	18.99	0.013	-0.004	-0.025
Si	6.866	6.968	19.062	0.009	0.01	-0.012
Si	9.467	-6.699	18.672	0.006	-0.028	-0.047
Si	6.709	-3.962	18.759	-0.013	-0.018	-0.013
Si	9.507	-1.201	18.745	0.024	0.002	-0.031
Si	12.15	1.394	19.02	0	-0.01	-0.004
Si	14.892	4.129	18.903	-0.011	-0.002	-0.019
Si	12.138	-9.489	18.662	-0.006	-0.018	-0.048
Si	14.954	9.526	18.668	0.017	-0.005	-0.044
Si	12.262	-3.958	18.671	0.007	0.029	-0.043
Si	14.778	-1.361	18.992	0.001	-0.042	-0.011
Si	17.625	1.373	18.948	0.01	0.037	-0.031
Si	20.283	3.989	19.025	-0.039	0.002	-0.015
Si	17.61	6.805	18.938	-0.005	0.008	-0.027
Si	20.31	9.48	18.878	0.011	0.028	-0.034
Si	17.468	-4.036	18.768	0.019	-0.019	-0.036
Si	20.316	-1.416	18.937	0.014	0.003	-0.028
Si	22.952	1.289	19.056	-0.003	-0.009	-0.024
Si	25.781	3.915	19.096	-0.023	0.008	-0.008
Si	23.096	6.755	18.993	0.01	0.041	-0.049
Si	25.735	9.406	19.083	-0.039	-0.001	-0.012
Si	23.077	-4.134	19.039	-0.022	0.023	-0.011
Si	25.839	-1.35	19.135	0.036	0.012	-0.029
Si	28.503	1.337	19.189	-0.03	0.004	0.001
Si	31.384	4.13	19.058	0.035	0.007	0.001
Si	28.497	6.627	19.203	-0.002	-0.022	0.002
Si	31.193	9.33	19.004	-0.035	-0.024	-0.031
Si	28.547	-4.131	19.043	0.01	0.005	-0.03
Si	31.269	-1.409	19.08	-0.021	-0.003	-0.009
Si	33.985	1.339	19.017	0.005	-0.01	-0.045
Si	36.801	4.092	19.153	0.018	-0.007	-0.007
Si	34.165	6.727	19.132	-0.028	0.025	-0.018
Si	36.724	9.465	19.013	-0.013	-0.005	-0.022
Si	34.001	-4.088	18.979	0.048	-0.004	-0.023
Si	36.721	-1.429	19.043	-0.032	0.02	-0.06
Si	39.573	1.34	19.237	0.017	0.013	0.011
Si	-23.014	3.958	19.221	-0.027	0.015	-0.007
Si	39.561	6.793	19.074	-0.011	0.004	-0.012
Si	-22.987	9.518	19.133	-0.007	0.01	-0.013
Si	39.566	-4.057	19.079	0.007	0.015	-0.016
Si	-23.044	-1.307	19.257	0.024	0	-0.021
Si	-20.316	1.336	19.189	-0.011	0.013	0.013
Si	-17.608	4.075	18.978	0.002	-0.008	-0.028
Si	-20.427	6.754	18.989	-0.02	-0.031	-0.008
Si	-17.537	9.502	18.823	0.006	0.014	-0.024
Si	-20.309	-4.127	19.088	0.008	0.011	-0.021
Si	-17.604	-1.418	19.15	-0.005	0.008	0.003
Si	-14.898	1.29	18.978	-0.01	0.01	-0.034
Si	-12.286	4.068	18.928	-0.013	-0.013	-0.022
Si	-14.903	6.779	18.997	-0.007	0.017	-0.016
Si	-12.224	9.493	18.935	-0.003	-0.003	-0.033
Si	-14.903	-4.014	19.029	0.018	-0.003	-0.007
Si	-12.204	-1.425	19.005	-0.004	-0.019	-0.022
Si	-9.55	1.376	18.97	0.001	0.01	-0.016
Si	-6.833	3.985	19.131	-0.018	-0.01	-0.003
Si	-9.484	6.879	18.936	0.022	0.019	-0.029
Si	-6.805	9.496	19.117	-0.024	0.009	-0.019
Si	-9.514	-4.086	19.046	-0.003	0.008	-0.003
Si	-6.827	-1.268	19.141	0.008	0.033	-0.013
Si	-4.134	1.406	19.169	-0.02	-0.033	0.023
Si	-1.221	4.23	19.061	0.03	0.044	-0.018
Si	-4.172	6.849	19.193	0.025	-0.013	0.009
Si	-1.464	-6.729	19.17	0.012	-0.036	0.005
Si	-4.011	-3.984	19.135	0.004	0.032	-0.015
Si	-1.429	-1.247	19.095	0.003	-0.025	-0.022
Si	-0.048	0.135	20.407	0.009	0.006	0.05
Si	2.757	2.764	20.414	0.03	0.011	0.03
Si	0.102	5.453	20.685	0.015	-0.064	0.018
Si	2.757	8.311	20.272	0.007	0.005	0.052
Si	-0.066	-5.267	20.384	0.005	0.006	0.03
Si	2.769	-2.628	20.253	-0.021	-0.005	0.041
Si	5.437	0.093	20.27	0.005	0.009	0.05
Si	8.148	2.722	20.266	-0.005	-0.022	0.055
Si	5.448	5.62	20.401	0.003	-0.021	0.032
Si	8.286	8.471	20.316	-0.05	-0.014	0.083
Si	5.528	-5.262	20.311	-0.044	-0.035	0.055
Si	8.113	-2.576	19.96	-0.016	0.01	0.034
Si	10.762	-0.007	20.353	0.012	-0.002	0.085
Si	13.5	2.831	20.314	0.018	0.017	0.069
Si	10.84	5.685	20.233	-0.032	0.008	0.09
Si	13.541	-8.14	19.892	0.01	0.014	0.034
Si	10.89	-5.337	19.868	0.006	0.007	0.024
Si	13.394	-2.772	20.352	0.019	0.02	0.094
Si	16.18	0.044	20.241	-0.005	-0.006	0.075
Si	18.958	2.641	20.473	-0.004	-0.031	0.044
Si	16.25	5.474	20.309	0.025	0.047	0.058
Si	18.938	8.189	20.288	-0.03	-0.019	0.084
Si	16.128	10.919	20.103	-0.014	0.015	0.062
Si	18.816	-2.746	20.141	-0.013	0.001	0.036
Si	21.604	-0.116	20.419	0.018	0.007	0.038
Si	24.326	2.601	20.426	0.006	0	0.042
Si	21.654	5.413	20.259	0.021	-0.003	0.057
Si	24.439	8.015	20.511	-0.017	-0.001	0.052
Si	21.672	10.774	20.284	-0.01	-0.019	0.058
Si	24.425	-2.759	20.409	0.014	0.002	0.052
Si	27.179	-0.024	20.666	-0.017	-0.007	0.052
Si	29.949	2.823	20.336	-0.043	-0.013	0.009
Si	27.133	5.168	20.568	0.05	0.031	0.056
Si	29.891	7.978	20.536	0.043	-0.022	0.051
Si	27.097	10.82	20.327	0.014	0.005	0.056
Si	29.956	-2.802	20.443	0.022	-0.021	0.049
Si	32.608	-0.012	20.396	0.024	-0.018	0.043
Si	35.39	2.659	20.373	-0.007	0.009	0.07
Si	32.849	5.347	20.509	0.017	-0.036	0.017
Si	35.498	8.119	20.527	0.019	-0.011	0.034
Si	32.644	10.755	20.14	0.027	-0.019	0.069
Si	35.327	-2.793	20.418	0.005	0.001	0.07
Si	38.117	-0.094	20.395	-0.011	-0.026	0.032
Si	40.978	2.605	20.741	0.015	0.011	0.047
Si	38.225	5.454	20.476	0.005	-0.005	0.064
Si	40.993	8.089	20.457	0.037	-0.039	0.025
Si	38.098	10.87	20.242	0.006	0.017	0.03
Si	40.862	-2.719	20.587	-0.011	-0.001	0.01
Si	-21.588	0.004	20.68	-0.024	-0.07	0.067
Si	-18.892	2.737	20.425	-0.008	-0.006	0.063
Si	-21.656	5.391	20.523	0	0.008	0.029
Si	-18.962	8.19	20.067	0.008	0.004	0.02
Si	-21.667	10.903	20.534	-0.041	0	0.053
Si	-18.893	-2.872	20.498	0.003	-0.017	0.058
Si	-16.224	-0.011	20.441	-0.005	0.019	0.056
Si	-13.535	2.65	20.314	0.023	-0.02	0.057
Si	-16.258	5.431	20.342	0.027	0.004	0.043
Si	-13.575	8.17	20.342	0.027	-0.009	0.057
Si	-16.235	10.821	20.246	0.012	-0.005	0.055
Si	-13.52	-2.712	20.466	-0.016	-0.015	0.051
Si	-10.87	-0.007	20.292	0.001	0.003	0.055
Si	-8.34	2.68	20.477	-0.006	0.036	0.031
Si	-10.979	5.558	20.125	-0.009	0.03	0.034
Si	-8.158	8.102	20.488	-0.008	-0.004	0.052
Si	-10.857	-5.528	20.312	0.007	-0.019	0.06
Si	-8.262	-2.662	20.43	-0.005	0.052	0.049
Si	-5.551	0.123	20.649	0.005	-0.012	0.061
Si	-2.64	2.856	20.277	0.024	0.016	0.045
Si	-5.456	5.302	20.525	0.038	0.015	0.002
Si	-2.883	-8.031	20.609	-0.011	0.032	0.037
Si	-5.427	-5.388	20.378	-0.013	-0.02	0.062
Si	-2.748	-2.544	20.593	-0.009	-0.011	0.033
Si	1.268	-1.408	21.535	0.148	0.159	-0.721
Si	4.421	1.686	21.688	-0.149	-0.161	-0.714
Si	1.261	3.644	22	0.106	0.422	-0.626
Si	4.11	7.08	21.717	0.035	-0.087	-0.684
Si	1.58	-6.419	21.53	-0.14	-0.17	-0.688
Si	3.87	-4.204	21.613	0.257	0.247	-0.736
Si	6.98	-1.19	21.442	-0.19	-0.094	-0.717
Si	9.134	1.074	21.679	0.245	0.245	-0.754
Si	6.62	3.926	21.53	-0.012	0.111	-0.637
Si	10.052	7.521	21.541	-0.112	-0.062	-0.769
Si	7.368	-6.049	21.581	-0.112	-0.204	-0.777
Si	9.555	-3.936	21.108	0.05	0.024	-0.594
Si	11.652	-1.775	21.659	0.246	0.092	-0.765
Si	15.144	1.699	21.554	-0.141	-0.092	-0.793
Si	12.383	4.539	21.525	-0.148	-0.241	-0.749
Si	14.579	-9.582	21.374	0.304	0.056	-0.686
Si	12.26	-6.692	21.136	0.003	0.031	-0.515
Si	14.443	-4.543	21.532	0.046	0.181	-0.734
Si	17.617	-1.269	21.532	-0.118	-0.098	-0.684
Si	19.931	0.864	21.772	0.171	0.281	-0.719
Si	17.377	3.898	21.694	0.233	0.21	-0.719
Si	20.504	6.967	21.561	-0.208	-0.073	-0.729
Si	17.753	9.901	21.407	-0.041	-0.243	-0.769
Si	19.997	-4.324	21.361	0.154	0.013	-0.716
Si	23.222	-1.232	21.729	-0.171	-0.215	-0.736
Si	25.399	1.063	21.871	0.263	0.144	-0.705
Si	23.11	4.221	21.628	-0.097	-0.172	-0.68
Si	25.495	6.278	21.823	0.163	0.265	-0.622
Si	22.731	9.15	21.662	0.142	0.185	-0.768
Si	26.031	-3.901	21.681	-0.175	-0.143	-0.709
Si	28.382	-1.761	21.841	0.11	0.363	-0.634
Si	31.371	1.56	21.637	-0.196	-0.293	-0.619
Si	28.718	4.002	21.973	-0.09	0.053	-0.715
Si	31.732	6.99	21.715	-0.359	-0.2	-0.75
Si	28.645	9.668	21.625	-0.188	-0.406	-0.592
Si	31.09	-4.58	21.518	0.204	0.459	-0.615
Si	34.271	-1.078	21.642	-0.149	-0.239	-0.679
Si	36.567	1.11	21.631	0.233	0.151	-0.668
Si	33.832	3.574	21.86	0.261	0.462	-0.588
Si	37.235	7.102	21.839	-0.396	-0.335	-0.658
Si	33.794	9.355	21.574	0.328	0.053	-0.692
Si	36.886	-4.04	21.658	-0.25	-0.191	-0.686
Si	39.05	-1.75	21.758	0.388	0.225	-0.714
Si	42.318	1.187	22.252	0.106	0.177	-0.797
Si	39.796	4.346	21.82	-0.044	-0.213	-0.725
Si	42.077	6.502	21.907	0.145	0.227	-0.698
Si	39.383	9.407	21.47	0.174	0.088	-0.655
Si	42.497	-3.796	21.916	-0.132	-0.211	-0.709
Si	-20.419	-1.723	21.825	0.054	0.209	-0.736
Si	-17.36	1.565	21.761	-0.145	-0.154	-0.761
Si	-19.882	4.406	21.732	-0.302	-0.185	-0.702
Si	-17.834	6.757	21.457	0.303	-0.011	-0.732
Si	-19.974	9.638	21.551	-0.238	0.04	-0.67
Si	-17.729	-4.551	21.732	0.049	0.294	-0.667
Si	-14.58	-1.031	21.763	-0.14	-0.235	-0.681
Si	-12.31	1.159	21.691	0.09	0.258	-0.7
Si	-15.157	3.74	21.553	-0.01	0.143	-0.762
Si	-12.024	7.004	21.623	-0.244	-0.092	-0.732
Si	-14.661	9.792	21.619	-0.112	-0.23	-0.76
Si	-12.364	-4.402	21.66	0.061	0.26	-0.71
Si	-9.46	-1.125	21.767	-0.058	-0.198	-0.731
Si	-7.297	1.158	21.954	0.194	0.18	-0.735
Si	-9.655	4.349	21.512	-0.06	-0.312	-0.676
Si	-7.206	6.288	21.703	0.188	0.291	-0.74
Si	-9.821	9.23	21.725	0.257	0.084	-0.704
Si	-6.649	-3.842	21.589	-0.163	-0.109	-0.695
Si	-4.477	-1.538	21.96	0.32	0.379	-0.683
Si	-1.233	1.713	21.722	-0.062	-0.212	-0.677
Si	-3.706	4.267	21.793	-0.273	-0.051	-0.733
Si	-1.659	6.652	21.763	0.197	0.065	-0.75
Si	-4.342	-6.64	22.044	0.304	-0.014	-0.658
Si	-0.993	-3.582	21.776	-0.292	-0.242	-0.701
Si	0.851	-1.363	-2.774	-0.066	-0.025	0.022
Si	8.939	-0.758	-6.834	0.115	0.045	0.038
Si	2.682	6.528	24.252	0.034	0.083	-0.19
Si	0.129	8.152	23.775	0.036	0.011	-0.14
Si	-1.677	-3.385	24.776	0.004	-0.027	-0.186
Si	7.17	-6.613	24.636	-0.005	0.029	-0.052
Si	9.747	-4.908	-3.142	-0.027	0.022	0.177
Si	9.076	7.245	24.489	-0.119	0.056	-0.126
Si	12.055	1.558	-4.002	0.11	-0.005	0.048
Si	12.858	-7.75	-5.651	0.057	-0.157	0.078
Si	13.032	-1.148	24.398	-0.031	-0.045	-0.037
Si	5.312	-2.526	23.771	0.011	-0.013	-0.122
Si	7.671	4.568	24.302	0.083	-0.026	-0.103
Si	18.438	5.996	23.518	0.085	-0.078	-0.012
Si	12.386	4.108	24.43	-0.018	-0.082	-0.153
Si	21.842	-7.946	25.978	0.084	0.109	0.032
Si	11.434	-5.213	-5.641	-0.057	0.039	0.055
Si	15.712	-7.654	-6.621	0.114	-0.08	0.129
Si	17.744	4.895	-3.277	-0.125	-0.056	0.249
Si	25.646	-4.616	24.671	0.058	-0.048	-0.066
Si	21.395	2.036	-3.255	0.074	-0.008	0.206
Si	26.868	-4.083	-6.712	0.022	-0.137	-0.057
Si	21.709	-3.081	23.683	0.04	-0.035	-0.111
Si	15.692	-2.688	23.656	0.017	-0.073	-0.189
Si	25.514	2.621	24.638	-0.042	0.132	0.013
Si	23.452	6.072	25.881	-0.015	0	-0.05
Si	22.482	3.573	24.541	0.051	-0.022	-0.061
Si	28.269	-6.217	24.597	0.049	-0.023	-0.132
Si	26.032	-0.711	-4.386	-0.056	-0.04	0.086
Si	24.799	-1.869	-6.85	-0.018	0.002	0.081
Si	-30.969	-6.288	-6.305	-0.04	0.152	-0.054
Si	29.381	1.798	23.93	0.163	0.093	-0.189
Si	30.32	5.871	24.05	-0.056	-0.162	-0.068
Si	31.116	0.209	-2.635	0.004	0.021	0.155
Si	-28.139	7.926	24.569	0.018	-0.075	0.035
Si	31.066	-4.626	24.46	-0.076	-0.084	-0.061
Si	28.982	-0.904	24.781	0.108	-0.058	-0.064
Si	-19.869	-0.642	-5.588	0.033	-0.033	0.003
Si	-27.21	6.125	-5.988	0.005	0.029	-0.1
Si	-31.333	2.537	24.646	0.03	-0.002	-0.088
Si	-29.566	-7.962	-2.039	-0.019	-0.023	0.079
Si	-23.992	-1.91	-6.73	-0.146	-0.105	-0.056
Si	-24.028	-5.802	23.66	-0.062	0.079	0.021
Si	-15.95	0.074	-2.271	-0.151	-0.044	0.107
Si	-24.988	0.897	-6.532	0.023	-0.03	-0.009
Si	-16.376	-4.16	24.603	0.036	-0.165	-0.021
Si	-28.781	-1.664	25.979	0.01	-0.006	0.062
Si	-17.873	-4.448	-5.172	-0.029	-0.001	0.148
Si	-20.46	-3.409	-4.398	0.061	0.104	-0.003
Si	-8.734	-5.384	-6.635	-0.029	0.021	0.111
Si	-14.322	-2.136	24.493	-0.012	-0.085	-0.042
Si	-18.171	4.145	-6.439	-0.036	-0.019	-0.086
Si	-10.692	3.215	-4.99	0.143	0.061	-0.064
Si	-11.292	-2.634	23.893	-0.027	-0.034	-0.114
Si	-15.568	2.718	-6.7	0.007	-0.017	-0.07
Si	-10.768	2.87	23.813	-0.01	-0.062	-0.027
Si	-11.925	-0.161	-4.99	-0.018	-0.057	-0.011
Si	-9.603	0.939	-6.664	0.148	-0.017	0.04
Si	-16.09	7.983	23.6	0.054	0.113	-0.119
Si	-6.926	-0.902	-6.604	-0.226	-0.032	-0.083
Si	-13.941	5.653	23.579	0.073	0.15	-0.097
Si	-7.717	2.431	-2.508	-0.02	0.036	0.045
Si	-3.261	2.143	23.947	0.047	-0.033	-0.228
Si	-4.067	-5.198	24.821	-0.1	-0.053	-0.128
Si	-8.768	-6.642	24.604	-0.016	0.013	-0.102
Si	-7.436	-1.515	25.916	0.003	0.004	0.018
Si	-4.665	-0.389	24.902	-0.003	-0.129	-0.136
Si	-3.472	1.172	-4.14	0.094	0.045	-0.073
Si	2.82	1.889	-6.025	0.097	0.198	-0.113
Si	0.739	-7.636	-4.843	0.006	0.042	0.126
Si	2.635	3.733	24.953	0.029	-0.025	-0.239
Si	4.104	-2.397	-6.872	-0.025	-0.065	-0.017
Si	6.68	-6.698	-5.687	-0.061	-0.045	0.054
Si	5.413	3.652	26.062	-0.029	-0.095	0.094
Si	4.671	5.31	-3.012	0.082	-0.115	0.074
Si	8.175	-7.52	-2.234	0.038	0.012	0.034
Si	2.652	-3.604	-3.002	0.022	-0.023	0.085
Si	2.809	-5.569	25.328	-0.127	-0.073	-0.042
Si	4.535	-7.589	24.181	0.105	-0.08	-0.15
Si	8.04	4.017	-5.139	-0.062	0.004	0
Si	8.982	-5.616	-7.215	-0.033	-0.057	-0.135
Si	12.88	5.621	-6.474	-0.068	0.117	0.038
Si	9.066	1.82	24.697	-0.045	-0.04	-0.165
Si	3.16	-0.219	23.795	0.073	-0.014	-0.189
Si	11.011	4.241	-4.575	-0.05	0.062	0.075
Si	16.371	8.119	23.278	-0.121	0.001	-0.094
Si	20.609	4.864	-4.27	-0.007	-0.069	0.008
Si	21.624	6.74	-2.261	-0.067	0.034	-0.041
Si	13.097	0.877	-6.773	0.056	-0.173	0.023
Si	15.438	4.284	-7.001	-0.042	-0.1	-0.029
Si	14.218	1.522	24.424	-0.037	-0.026	-0.121
Si	19.003	7.513	26.079	0.057	0.066	-0.022
Si	20.369	-7.48	-6.753	0.086	0.029	0.023
Si	23.111	-5.799	24.438	-0.123	-0.076	-0.019
Si	15.914	-6.018	-2.056	-0.178	0.026	0.114
Si	24.849	-2.487	-2.073	0.116	0.061	0.036
Si	24.911	5.537	-4.943	0.051	-0.029	-0.039
Si	28.551	7.383	25.828	-0.108	-0.012	-0.057
Si	17.881	-5.755	-7.048	-0.008	-0.016	-0.015
Si	25.91	8.086	-4.165	0.126	-0.072	0.004
Si	20.187	-0.515	-4.737	0.018	0.051	0.058
Si	20.379	-4.718	-2.658	0.097	0.104	0.057
Si	31.071	4.645	-4.624	-0.107	-0.013	-0.023
Si	31.125	3.484	25.812	0.057	-0.055	-0.003
Si	-31.319	-0.653	24.482	-0.128	0.063	0.034
Si	28.606	-0.212	-5.968	-0.036	0.057	-0.011
Si	30.065	-4.53	-3.748	0.082	0.031	0.086
Si	-32.386	-4.715	-2.408	0.055	0.09	0.076
Si	29.597	-3	-6.159	0.011	0.054	-0.008
Si	-26.708	0.122	-1.953	0.036	-0.02	-0.022
Si	26.27	5.604	24.667	0.031	-0.007	-0.217
Si	-31.626	2.828	-4.799	0.126	-0.032	0.013
Si	-28.865	3.684	-4.771	-0.028	-0.017	-0.016
Si	-29.811	-5.803	23.82	-0.011	0.016	-0.017
Si	-25.592	-5.906	-6.741	0.045	0.038	-0.031
Si	-25.086	-0.059	23.907	0.02	-0.008	-0.003
Si	-18.187	7.122	-6.913	0.099	0	-0.119
Si	-25.91	-6.664	25.789	-0.145	-0.046	-0.081
Si	-22.654	-4.812	-2.868	0.113	0.1	0.213
Si	-28.164	-7.287	-6.501	-0.026	-0.119	-0.071
Si	-19.102	-2.671	-1.885	0.043	0.03	0.119
Si	-21.487	1.714	24.917	-0.121	-0.005	-0.06
Si	-18.48	-7.401	-4.488	0.093	-0.068	0.138
Si	-21.731	-7.898	23.687	-0.003	-0.118	0.013
Si	-20.414	2.447	-4.876	0.001	-0.089	-0.013
Si	-13.091	-2.887	-6.048	0.047	-0.035	-0.056
Si	-18.977	-0.028	23.996	0.06	-0.034	-0.111
Si	-14.966	4.709	-3.18	-0.1	-0.13	0.173
Si	-8.768	7.97	-6.575	0.06	-0.037	0.081
Si	-9.906	-1.539	-3.049	-0.076	-0.078	0.015
Si	-13.529	7.16	-4.505	0	-0.064	-0.15
Si	-11.109	6.057	-5.768	-0.045	-0.148	0.005
Si	-7.677	2.503	24.671	-0.046	-0.026	-0.153
Si	-10.457	2.215	-2.107	-0.115	-0.063	0.218
Si	-10.807	-4.231	-4.536	-0.003	0.061	-0.006
Si	-7.099	-4.28	24.537	0.149	0.048	-0.055
Si	-5.569	3.16	-4.22	-0.059	0.088	0.039
Si	-4.175	-1.528	-2.808	0.062	-0.012	0.186
Si	0.188	0.347	-6.8	-0.013	-0.096	-0.141
Si	6.475	3.06	-2.855	-0.055	-0.07	0.136
Si	-3.09	5.205	-6.829	-0.109	-0.003	0.036
Si	2.54	-7.469	-2.439	0.026	-0.026	0.059
Si	-6.247	7.924	23.882	0.014	0.083	-0.082
Si	-0.073	-2.715	-7.063	0.002	-0.05	0.044
Si	0.98	-3.537	26.092	0.143	0.054	-0.046
Si	-0.524	1.051	-4.095	-0.07	-0.008	0.012
Si	2.341	4.874	-4.961	0.007	-0.084	0.031
Si	7.011	6.875	-4.261	0.03	-0.084	0.061
Si	-6.3	-4.538	-4.986	0.03	0.012	-0.001
Si	4.226	-5.614	-4.389	-0.017	-0.003	0.026
Si	5.387	0.162	-2.17	0.027	0.077	0.029
Si	4.314	-0.344	-4.898	-0.05	-0.01	-0.014
Si	11.778	5.913	-2.205	0.079	0.046	0.067
Si	2.541	7.323	-6.905	0.043	-0.052	-0.014
Si	8.898	-2.122	-4.185	0.159	0.068	-0.07
Si	17.79	0.105	-6.413	-0.107	-0.049	0.036
Si	10.542	-0.414	-2.231	-0.014	0.005	0.172
Si	15.327	8.133	26.1	-0.127	0.091	-0.013
Si	13.403	-7.776	-2.585	-0.027	-0.031	0.129
Si	17.397	7.371	-4.554	-0.101	0.03	-0.078
Si	16.777	-4.474	-4.587	0.004	0.108	0.016
Si	14.905	0.848	-3.014	-0.098	-0.066	0.12
Si	6.553	-1.739	-5.842	0.048	-0.058	0.011
Si	24.718	-5.855	-5.281	-0.14	0.008	-0.009
Si	16.621	2.527	-4.972	-0.083	0.013	0.032
Si	19.938	-7.452	-3.692	0.065	-0.054	-0.066
Si	15.129	-0.873	-5.297	0.046	-0.024	0.025
Si	14.203	-3.695	-6.174	0.024	-0.022	-0.045
Si	18.334	-2.312	-3.075	-0.006	-0.098	0.104
Si	21.958	-2.35	-6.366	0.033	0.068	-0.123
Si	24.02	3.555	-2.765	0.002	-0.141	0.054
Si	24.542	7.495	-1.618	0.16	-0.004	0.057
Si	20.869	1.201	24.813	-0.167	-0.093	0.024
Si	23.233	-4.958	-2.752	0.005	-0.101	0.096
Si	26.544	1.752	-2.652	0.109	-0.042	0.062
Si	-31.72	-1.55	-2.62	-0.071	-0.216	0.124
Si	29.346	2.147	-4.176	-0.135	-0.016	0.105
Si	28.717	-7.167	-3.115	0.002	0.075	0.181
Si	22.233	-5.089	-7.118	-0.033	-0.011	-0.026
Si	29.599	-2.285	-1.942	0.111	-0.098	0.216
Si	-27.339	-3.577	-4.445	-0.024	-0.007	0.006
Si	-30.133	2.896	-2.285	-0.005	-0.033	0.022
Si	-28.9	-1.035	-3.914	0.113	0.006	-0.001
Si	30.989	7.235	-2.842	0.071	-0.011	0.017
Si	-31.757	-7.353	-3.753	-0.112	0.021	0.081
Si	31.492	-2.011	25.8	-0.003	-0.05	0.022
Si	-27.912	0.897	-5.977	-0.133	0.071	-0.016
Si	-21.043	-7.184	-2.714	0.015	-0.026	0.04
Si	-26.913	2.486	23.786	-0.057	-0.059	-0.079
Si	-17.544	-1.633	-4.04	-0.047	-0.096	-0.005
Si	-27.461	-5.664	-2.135	0.072	0.077	0.128
Si	-23.496	3.211	-4.996	0.007	-0.056	0.133
Si	-22.462	6.382	-2.707	-0.039	0.025	-0.038
Si	-15.773	-3.591	-7.196	0.034	0.01	0.08
Si	-24.657	2.415	-2.135	-0.054	-0.051	0.072
Si	-20.273	4.491	-2.794	0.104	-0.039	0.058
Si	-24.246	6.251	-5.107	-0.059	-0.099	-0.026
Si	-24.555	-3.795	-4.668	-0.029	0.027	-0.03
Si	-12.674	3.89	-6.997	-0.093	0.067	-0.036
Si	-4.106	6.867	-4.707	-0.005	-0.05	0.009
Si	-19.868	4.121	24.811	0.055	0.077	-0.172
Si	-17.632	6.248	-2.95	-0.027	0.066	0.1
Si	-13.436	-7.81	-1.904	0.038	-0.117	0.095
Si	-14.331	1.767	-4.214	-0.035	-0.027	0.03
Si	-11.1	-5.712	-1.941	0.033	0.117	0.049
Si	-6.93	5.277	-2.598	0.08	-0.057	0.121
Si	-17.103	-6.921	26.081	-0.024	0.109	-0.026
Si	-6.96	-1.931	-3.806	-0.006	-0.028	0.062
Si	-7.022	7.87	-3.939	0.091	0.01	0.061
Si	0.171	-4.626	-4.511	0.052	0.12	0.02
Si	-6.011	-6.001	-2.392	0.022	0.001	0.17
Si	0.05	3.982	-3.25	0.042	0.039	0.28
Si	-1.717	7.487	-6.077	-0.051	0.109	-0.108
Si	-2.528	5.366	-2.393	0.033	0.015	0.12
Si	-4.221	2.471	-6.697	-0.056	-0.075	-0.005
Si	-1.768	-3.221	-2.872	0.013	0.017	0.108
Si	1.302	-1.303	5.399	0.006	0.002	0.019
Si	4.02	1.411	5.334	0.009	-0.007	0.009
Si	1.335	4.172	5.383	-0.004	-0.009	0.017
Si	4.01	6.838	5.253	-0.004	0	-0.01
Si	1.276	9.551	5.274	-0.005	-0.015	-0.011
Si	4.007	-4.074	5.268	0.005	-0.002	-0.004
Si	6.714	-1.357	5.282	0.005	-0.005	-0.004
Si	9.457	1.389	5.267	-0.005	0.014	-0.006
Si	6.729	4.131	5.214	-0.003	-0.03	-0.002
Si	9.413	6.84	5.28	-0.02	0.02	-0.001
Si	6.734	-6.777	5.242	0.013	0.008	-0.011
Si	9.433	12.253	5.316	0.001	0.002	0.017
Si	12.232	-1.367	5.301	0.014	-0.006	0.003
Si	15.004	1.306	5.321	0.013	-0.009	0.009
Si	12.217	4.051	5.323	0.023	0	0.001
Si	14.947	6.796	5.403	0.003	-0.006	0.025
Si	12.167	9.531	5.335	-0.004	0.015	-0.007
Si	14.918	12.291	5.384	-0.017	0.012	0.009
Si	17.711	-1.315	5.292	-0.008	0.007	-0.012
Si	20.407	1.371	5.364	0.007	0.027	0.003
Si	17.728	4.022	5.384	0.006	-0.005	0.014
Si	20.494	6.763	5.427	0.014	-0.009	0.006
Si	17.721	9.534	5.407	0	-0.013	0.011
Si	20.407	12.285	5.375	-0.014	0.02	-0.002
Si	23.078	-1.333	5.515	-0.016	0.017	0.014
Si	25.849	1.376	5.593	-0.018	0.007	0.038
Si	23.105	4.128	5.428	-0.01	0.024	-0.001
Si	25.869	6.829	5.489	0.004	0.01	-0.007
Si	23.191	9.519	5.434	-0.01	-0.008	-0.001
Si	25.895	12.177	5.513	0.033	0.013	0.003
Si	28.627	-1.395	5.59	0.039	-0.049	0.012
Si	31.362	1.392	5.602	-0.025	-0.005	0.014
Si	28.629	4.139	5.569	-0.008	-0.014	0.022
Si	31.355	6.818	5.501	-0.01	-0.003	0.023
Si	28.6	9.507	5.565	0.018	0.003	0.012
Si	31.324	12.267	5.557	-0.037	0.035	0.002
Si	34.077	-1.315	5.518	-0.011	-0.031	0.012
Si	-28.543	1.374	5.468	-0.021	-0.001	-0.003
Si	34.056	4.117	5.517	0	0.004	-0.013
Si	-28.543	6.826	5.508	0.001	-0.011	0.002
Si	34.048	9.518	5.508	-0.013	-0.01	0.011
Si	-28.491	12.226	5.484	0.006	-0.001	-0.003
Si	-25.829	-1.362	5.501	-0.002	-0.018	0.002
Si	-23.11	1.37	5.445	-0.004	-0.016	-0.008
Si	-25.815	4.078	5.43	0.01	0.001	-0.004
Si	-23.112	6.784	5.442	-0.005	0.014	0.008
Si	-25.807	9.522	5.457	-0.014	-0.019	0
Si	-23.107	12.219	5.478	0.01	0.001	0.009
Si	-20.378	-1.381	5.461	0.002	0.004	0.007
Si	-17.647	1.337	5.453	0.001	0.006	-0.003
Si	-20.367	4.059	5.44	0.008	-0.012	0.001
Si	-17.691	6.766	5.458	-0.005	0.01	0.009
Si	-20.402	9.485	5.478	0.014	-0.006	0.011
Si	-17.661	12.231	5.471	-0.001	-0.007	0.004
Si	-14.942	-1.36	5.44	-0.003	0.006	0
Si	-12.245	1.354	5.469	-0.001	-0.004	0.004
Si	-14.984	4.053	5.516	0.008	-0.004	0.015
Si	-12.259	6.823	5.484	-0.014	0.001	0.009
Si	-14.944	9.494	5.459	0.002	0.002	0.005
Si	-12.228	12.231	5.469	-0.001	0.005	0.011
Si	-9.514	-1.388	5.449	0.016	-0.001	-0.002
Si	-6.856	1.356	5.446	-0.003	-0.007	0.007
Si	-9.518	4.06	5.409	0.024	-0.007	-0.014
Si	-6.847	6.797	5.438	0.005	-0.009	0.012
Si	-9.541	9.498	5.446	-0.012	-0.01	-0.006
Si	-6.83	12.238	5.419	-0.006	-0.001	0.004
Si	-4.179	-1.347	5.414	0.02	0.015	0.012
Si	-1.431	1.405	5.463	0.011	0.002	0.034
Si	-4.13	4.121	5.433	0.005	0.001	0.002
Si	-1.415	6.861	5.381	-0.01	0.003	0.014
Si	-4.108	-6.797	5.392	-0.003	-0.002	0
Si	-1.447	-4.094	5.395	0.009	0.006	0.013
Si	2.659	0.072	6.728	-0.011	0.012	-0.005
Si	5.405	2.776	6.647	-0.003	0.007	-0.001
Si	2.697	5.517	6.713	-0.004	-0.009	0
Si	5.364	-8.117	6.623	0.001	0	0.001
Si	2.642	-5.413	6.649	0.002	-0.008	-0.001
Si	5.358	-2.709	6.654	0.015	-0.011	-0.005
Si	8.085	0.027	6.626	-0.013	0.008	0.004
Si	10.825	2.718	6.661	0	-0.002	-0.001
Si	8.06	5.476	6.632	-0.002	0.009	-0.001
Si	10.795	8.171	6.668	0.005	-0.01	0.004
Si	8.076	10.887	6.656	0.01	0.001	0.001
Si	10.828	-2.704	6.652	-0.017	0.001	-0.01
Si	13.604	-0.023	6.674	0.009	-0.008	-0.005
Si	16.326	2.685	6.713	0.004	-0.002	-0.007
Si	13.552	5.431	6.702	-0.001	0.006	0.013
Si	16.332	8.164	6.731	-0.003	-0.005	0.003
Si	13.542	10.899	6.695	-0.003	-0.009	-0.005
Si	16.327	-2.664	6.683	-0.009	0.002	-0.004
Si	19.041	0.013	6.72	0.005	-0.019	-0.008
Si	21.751	2.732	6.76	0.006	-0.009	0
Si	19.081	5.406	6.744	0.007	-0.005	-0.008
Si	21.825	8.149	6.786	0.004	-0.001	-0.003
Si	19.064	10.911	6.75	0.008	0.004	-0.006
Si	21.732	-2.722	6.819	-0.011	0.011	0.001
Si	24.47	-0.007	6.883	0.002	-0.003	0.004
Si	27.247	2.748	6.895	0.001	0.005	-0.01
Si	24.495	5.45	6.814	-0.009	0.006	-0.01
Si	27.227	8.15	6.891	-0.002	0.003	-0.001
Si	24.517	10.848	6.857	0	-0.014	-0.009
Si	27.236	-2.767	6.89	0.008	-0.019	0.012
Si	29.981	0.002	6.914	0.006	-0.003	0.004
Si	32.712	2.766	6.919	-0.003	0.004	-0.002
Si	29.999	5.479	6.907	-0.002	0.007	-0.011
Si	32.699	8.162	6.883	0.017	-0.012	-0.006
Si	29.956	10.892	6.899	0.006	0.015	0.002
Si	32.715	-2.698	6.879	-0.002	0	0.003
Si	-29.86	0.024	6.886	0.003	0.017	-0.001
Si	-27.165	2.726	6.82	-0.007	0.003	-0.006
Si	-29.867	5.45	6.884	0.003	0.009	0.006
Si	-27.161	8.175	6.845	-0.009	0.008	0.006
Si	-29.87	10.887	6.856	0.002	-0.001	-0.005
Si	-27.168	-2.727	6.869	-0.002	0.016	0.001
Si	-24.444	-0.004	6.828	-0.006	-0.007	0
Si	-21.741	2.714	6.808	0.011	0.011	-0.001
Si	-24.463	5.428	6.814	0.006	0	-0.003
Si	-21.764	8.135	6.832	-0.008	0.006	-0.002
Si	-24.461	10.867	6.844	-0.004	0.014	-0.003
Si	-21.739	-2.738	6.825	0.003	-0.004	0.001
Si	-19.02	-0.015	6.811	0.01	-0.007	-0.002
Si	-16.338	2.697	6.856	-0.004	0.016	0.002
Si	-19.041	5.419	6.829	0	0.004	-0.004
Si	-16.318	8.135	6.807	0.003	-0.009	-0.007
Si	-19.029	10.859	6.816	-0.003	-0.004	-0.004
Si	-16.302	-2.719	6.812	-0.006	0	-0.005
Si	-13.593	-0.014	6.821	-0.002	0.009	-0.003
Si	-10.876	2.723	6.8	-0.002	-0.004	-0.004
Si	-13.601	5.432	6.83	0.001	-0.015	0
Si	-10.887	8.163	6.834	0.003	-0.002	-0.004
Si	-13.597	10.87	6.817	0.006	0.001	-0.01
Si	-10.868	-2.734	6.821	-0.005	-0.004	-0.002
Si	-8.188	-0.005	6.816	-0.005	-0.007	0
Si	-5.469	2.727	6.781	0.002	-0.014	-0.012
Si	-8.182	5.423	6.796	-0.006	0.009	-0.009
Si	-5.464	8.169	6.766	-0.004	0.013	-0.004
Si	-8.178	10.878	6.786	-0.002	0.001	0.001
Si	-5.492	-2.715	6.795	-0.009	0.011	-0.01
Si	-2.798	0.016	6.774	-0.005	0.006	-0.007
Si	-0.031	2.789	6.748	0.008	0.004	-0.006
Si	-2.758	5.492	6.763	0.006	0.004	-0.005
Si	-0.052	8.226	6.715	-0.006	0.005	-0.005
Si	-2.77	-5.442	6.779	0.003	-0.007	-0.005
Si	-0.068	-2.699	6.722	0.001	0.002	-0.008
Si	1.31	1.418	8.106	0.012	0.004	0.009
Si	4.041	4.121	8.041	0.004	0.003	0
Si	1.312	6.861	8.069	0.014	0.007	-0.006
Si	4.009	-6.763	8.014	-0.001	0.002	-0.004
Si	1.305	-4.058	8.06	-0.013	-0.006	-0.005
Si	4.021	-1.328	8.041	0.003	0.001	-0.01
Si	6.745	1.398	8.007	0.016	0.01	-0.002
Si	9.452	4.115	7.985	0.003	-0.007	-0.01
Si	6.711	6.839	8.004	-0.006	-0.013	-0.002
Si	9.444	9.543	8.025	-0.016	0.003	-0.004
Si	6.723	-4.055	8.019	-0.004	-0.004	-0.003
Si	9.458	-1.325	7.993	0.025	0.002	-0.007
Si	12.211	1.363	8.001	0.009	0.012	-0.007
Si	14.945	4.076	8.037	-0.002	0.003	-0.007
Si	12.176	6.813	8.024	-0.012	-0.01	-0.003
Si	14.932	9.537	8.044	-0.004	-0.006	-0.008
Si	12.178	-4.058	8.038	0.009	-0.005	-0.004
Si	14.955	-1.347	8.063	0.004	0.007	0
Si	17.679	1.351	8.092	-0.01	0.01	0.003
Si	20.409	4.069	8.144	-0.011	0	-0.002
Si	17.698	6.79	8.073	0.001	0.017	0.001
Si	20.428	9.528	8.101	0.003	0.001	-0.006
Si	17.67	-4.044	8.065	0.01	0.007	-0.008
Si	20.374	-1.34	8.131	-0.004	-0.019	0.001
Si	23.102	1.386	8.173	-0.004	0.001	-0.005
Si	25.851	4.098	8.207	-0.005	-0.005	0.004
Si	23.155	6.802	8.184	0.015	0.022	0.002
Si	25.869	9.508	8.237	0.007	0.006	-0.004
Si	23.126	-4.087	8.161	-0.002	-0.003	-0.013
Si	25.853	-1.384	8.21	-0.022	-0.008	-0.013
Si	28.596	1.361	8.245	0.004	0.003	-0.004
Si	31.329	4.096	8.269	0	0.002	0.003
Si	28.598	6.804	8.249	-0.006	0.001	0.001
Si	31.326	9.52	8.239	-0.007	-0.01	-0.011
Si	28.594	-4.096	8.268	-0.009	0.003	0.011
Si	31.343	-1.363	8.256	-0.004	-0.006	0.001
Si	-31.219	1.375	8.255	0.011	0.009	-0.001
Si	-28.505	4.074	8.22	-0.003	0.009	-0.002
Si	-31.236	6.795	8.247	-0.023	-0.012	-0.004
Si	-28.518	9.522	8.223	0.001	-0.003	-0.004
Si	-31.225	-4.078	8.235	0.007	0.012	-0.004
Si	-28.521	-1.366	8.235	-0.014	-0.022	0.001
Si	-25.813	1.352	8.188	-0.004	0	-0.013
Si	-23.098	4.072	8.178	-0.003	0.006	-0.007
Si	-25.81	6.791	8.193	-0.01	0.003	-0.004
Si	-23.108	9.5	8.201	-0.007	-0.012	-0.001
Si	-25.804	-4.088	8.218	0	0	-0.002
Si	-23.093	-1.371	8.189	0.01	0.004	0
Si	-20.389	1.344	8.168	-0.001	-0.001	-0.003
Si	-17.692	4.064	8.199	-0.015	-0.021	0.002
Si	-20.396	6.782	8.189	0.003	-0.001	-0.007
Si	-17.669	9.501	8.173	0.003	0.003	-0.002
Si	-20.386	-4.102	8.182	0.002	-0.002	-0.005
Si	-17.666	-1.371	8.175	0.003	0.002	0
Si	-14.949	1.345	8.185	0.001	0.002	-0.005
Si	-12.224	4.08	8.173	0.015	0.02	0
Si	-14.966	6.785	8.181	-0.002	-0.007	-0.008
Si	-12.236	9.525	8.186	0.011	0.005	0
Si	-14.953	-4.087	8.172	0.007	-0.004	-0.001
Si	-12.232	-1.373	8.173	-0.004	-0.001	-0.004
Si	-9.533	1.362	8.171	-0.014	-0.008	-0.001
Si	-6.811	4.085	8.157	-0.005	0	-0.004
Si	-9.522	6.791	8.168	-0.009	-0.006	0.005
Si	-6.806	9.528	8.141	0.012	-0.005	-0.006
Si	-9.511	-4.087	8.173	-0.002	0.011	0.001
Si	-6.819	-1.351	8.171	-0.002	-0.003	0.004
Si	-4.118	1.382	8.154	-0.003	-0.012	0.013
Si	-1.396	4.132	8.118	0.002	-0.014	-0.003
Si	-4.103	6.834	8.144	0.013	0.001	0.002
Si	-1.395	-6.773	8.128	0.005	0.004	0.006
Si	-4.113	-4.066	8.139	0.002	0.005	0.001
Si	-1.412	-1.338	8.107	-0.004	-0.001	-0.002
Si	-0.054	0.044	9.458	-0.001	0.01	-0.003
Si	2.677	2.787	9.438	-0.003	-0.002	0.003
Si	-0.033	5.501	9.461	0	0.007	-0.005
Si	2.662	-8.098	9.422	-0.009	0.001	0.001
Si	-0.043	-5.393	9.465	-0.004	-0.006	0.006
Si	2.654	-2.677	9.415	-0.002	0.001	-0.006
Si	5.378	0.052	9.387	0.003	0.001	0.001
Si	8.103	2.763	9.362	0	-0.003	0.006
Si	5.375	5.493	9.401	0.001	-0.002	0.004
Si	8.074	8.191	9.375	0.007	0.003	0.006
Si	5.357	-5.399	9.388	0.004	0.005	0.004
Si	8.088	-2.676	9.363	-0.002	-0.009	-0.005
Si	10.828	0.026	9.358	0	-0.009	0
Si	13.559	2.73	9.375	0.006	-0.006	0.003
Si	10.806	5.463	9.37	0.001	0.015	0.009
Si	13.556	8.17	9.382	-0.007	0.005	0.003
Si	10.81	-5.416	9.385	-0.004	0.001	0
Si	13.565	-2.708	9.387	0.007	-0.006	0
Si	16.305	0.005	9.435	-0.004	-0.006	0.006
Si	19.03	2.706	9.469	0.001	-0.006	0.006
Si	16.306	5.436	9.407	0.007	-0.014	0.002
Si	19.052	8.158	9.439	0.004	-0.007	0
Si	16.299	-5.421	9.402	-0.011	0.006	-0.004
Si	19.02	-2.713	9.468	-0.012	0.022	0.008
Si	21.744	0.003	9.506	-0.013	0.004	0.003
Si	24.484	2.719	9.542	-0.004	-0.002	-0.002
Si	21.775	5.427	9.504	0.008	-0.005	-0.001
Si	24.506	8.14	9.57	0.014	0	0.004
Si	21.77	-5.455	9.503	0.007	-0.004	-0.002
Si	24.48	-2.742	9.549	0.008	-0.011	0.005
Si	27.217	-0.017	9.57	0.002	-0.006	-0.006
Si	29.959	2.715	9.605	0.003	0.008	0.002
Si	27.224	5.433	9.583	0.007	0.002	0.002
Si	29.959	8.163	9.603	-0.005	0.004	-0.003
Si	27.223	-5.459	9.603	0	-0.003	0.006
Si	29.963	-2.725	9.603	0.005	-0.009	-0.003
Si	-32.584	0.003	9.61	-0.012	-0.004	-0.004
Si	-29.856	2.723	9.606	0.002	-0.008	0
Si	-32.589	5.443	9.623	0.002	0.007	0.002
Si	-29.873	8.158	9.592	-0.006	-0.008	-0.002
Si	-32.594	-5.441	9.595	0.004	0.006	-0.006
Si	-29.875	-2.724	9.605	0.004	0.011	0.006
Si	-27.152	-0.005	9.579	0	-0.007	-0.001
Si	-24.449	2.708	9.548	0.003	0.005	0.001
Si	-27.153	5.435	9.575	0.006	-0.009	0.002
Si	-24.459	8.144	9.569	0.003	0.002	0.001
Si	-27.162	-5.443	9.588	-0.007	0.009	-0.001
Si	-24.443	-2.727	9.568	-0.003	-0.004	0.003
Si	-21.738	-0.011	9.545	0.007	-0.01	0.001
Si	-19.047	2.699	9.546	-0.003	0.018	0.001
Si	-21.75	5.425	9.553	0.005	0.006	0.004
Si	-19.031	8.146	9.54	-0.003	-0.004	-0.001
Si	-21.742	-5.456	9.552	0.001	0	-0.002
Si	-19.027	-2.734	9.532	0.002	-0.005	0
Si	-16.309	-0.016	9.537	-0.003	0.005	-0.003
Si	-13.587	2.715	9.527	0.007	-0.008	-0.002
Si	-16.32	5.426	9.542	0	0.006	-0.004
Si	-13.596	8.151	9.528	-0.004	-0.003	-0.01
Si	-16.313	-5.45	9.527	0.001	0.003	-0.002
Si	-13.589	-2.731	9.53	0.005	-0.004	0
Si	-10.881	-0.002	9.528	-0.006	0.006	0.002
Si	-8.16	2.723	9.522	0	-0.003	-0.002
Si	-10.869	5.436	9.535	-0.004	-0.005	0.004
Si	-8.15	8.162	9.509	0	0.002	-0.008
Si	-10.867	-5.44	9.534	-0.002	0.002	0.001
Si	-8.16	-2.719	9.531	-0.006	-0.002	0.003
Si	-5.459	0.017	9.522	-0.004	0.002	0
Si	-2.745	2.759	9.487	0.002	0	-0.004
Si	-5.449	5.46	9.506	0.01	0	-0.005
Si	-2.742	8.191	9.503	0.006	0.009	0.002
Si	-5.452	-5.43	9.51	-0.014	0.006	-0.002
Si	-2.756	-2.691	9.49	0.008	-0.002	-0.004
Si	1.305	-1.322	10.807	-0.002	-0.008	0.004
Si	4.029	1.41	10.779	0.001	-0.002	0.003
Si	1.32	4.138	10.82	0.011	-0.006	0.002
Si	4.009	-9.473	10.773	-0.006	-0.001	0
Si	1.311	-6.755	10.816	0.005	0.012	-0.003
Si	4.011	-4.035	10.773	0.001	-0.009	-0.002
Si	6.737	-1.306	10.743	0.01	0.004	0
Si	9.468	1.402	10.713	0.018	0.014	-0.007
Si	6.744	4.124	10.734	0.011	-0.002	-0.004
Si	9.448	6.835	10.726	-0.012	-0.005	-0.003
Si	6.715	9.555	10.741	0	-0.003	-0.003
Si	9.445	-4.037	10.724	0.008	0.004	0.002
Si	12.194	-1.328	10.715	0.01	-0.006	-0.006
Si	14.924	1.385	10.745	0.011	0.001	0
Si	12.187	4.106	10.716	-0.007	0.002	-0.008
Si	14.926	6.806	10.743	0.001	0.005	-0.002
Si	12.189	9.54	10.73	0.003	0.002	-0.001
Si	14.93	-4.06	10.751	-0.01	0	0
Si	17.661	-1.346	10.808	-0.007	-0.014	0.006
Si	20.38	1.357	10.854	-0.008	0.004	0
Si	17.658	4.085	10.789	-0.008	0.001	0.004
Si	20.402	6.8	10.826	0.006	0.006	0
Si	17.669	9.532	10.763	0.005	0.003	-0.008
Si	20.395	-4.078	10.825	-0.001	-0.012	-0.014
Si	23.108	-1.363	10.874	-0.003	0.008	-0.006
Si	25.84	1.346	10.907	-0.006	-0.002	0.001
Si	23.123	4.074	10.893	0.002	0.006	0.004
Si	25.859	6.783	10.94	-0.003	0.01	0.005
Si	23.125	9.51	10.884	0.007	0.001	-0.007
Si	25.84	-4.096	10.926	0.003	-0.005	0
Si	28.576	-1.374	10.942	0.01	0	0.003
Si	31.315	1.346	10.964	0.006	-0.006	0.002
Si	28.576	4.064	10.947	-0.014	-0.009	0.003
Si	31.31	6.792	10.965	0.003	-0.01	-0.005
Si	28.582	9.502	10.963	-0.005	0.015	0.002
Si	31.314	-4.094	10.961	-0.011	0.002	0.003
Si	-31.237	-1.37	10.971	0.003	-0.013	0
Si	-28.508	1.344	10.957	-0.003	0.008	-0.002
Si	-31.229	4.069	10.967	-0.009	0.002	-0.001
Si	-28.518	6.783	10.944	-0.005	0.012	-0.005
Si	-31.24	9.51	10.955	-0.005	0	-0.005
Si	-28.514	-4.086	10.961	-0.005	0.003	0.001
Si	-25.796	-1.37	10.94	0.002	0.001	0.001
Si	-23.096	1.344	10.916	0.001	-0.003	0
Si	-25.795	4.064	10.927	-0.007	0.011	-0.005
Si	-23.096	6.785	10.925	-0.008	-0.003	0.002
Si	-25.808	9.505	10.943	-0.007	-0.006	-0.002
Si	-23.09	-4.096	10.924	0.011	-0.003	0.001
Si	-20.383	-1.376	10.899	0.004	0.003	-0.001
Si	-17.674	1.341	10.889	-0.006	0.001	-0.006
Si	-20.4	4.056	10.91	-0.002	-0.005	0
Si	-17.677	6.784	10.901	0.002	-0.004	0
Si	-20.384	9.505	10.911	0.004	0.004	0.001
Si	-17.669	-4.091	10.89	-0.002	-0.004	0.001
Si	-14.948	-1.374	10.89	0.001	0.002	0
Si	-12.232	1.356	10.887	-0.002	0	0
Si	-14.949	4.069	10.887	-0.004	0.005	0.001
Si	-12.23	6.795	10.883	0.008	0.004	0.004
Si	-14.95	9.513	10.881	0.01	-0.002	-0.002
Si	-12.22	-4.078	10.887	0.001	-0.003	0.005
Si	-9.511	-1.35	10.883	-0.01	0	0.002
Si	-6.799	1.377	10.89	-0.001	-0.014	0.006
Si	-9.501	4.085	10.891	-0.001	0	0.004
Si	-6.789	6.819	10.882	-0.007	0.003	0.001
Si	-9.495	9.523	10.877	-0.002	-0.004	-0.005
Si	-6.793	-4.072	10.884	0.006	0.006	0.004
Si	-4.093	-1.332	10.876	-0.003	0.003	0.004
Si	-1.39	1.403	10.848	0	-0.01	0.01
Si	-4.087	4.113	10.871	0.002	-0.002	0.007
Si	-1.379	6.84	10.861	-0.001	-0.009	0.002
Si	-4.087	9.547	10.879	0.014	-0.005	0.003
Si	-1.396	-4.041	10.847	0.004	0.007	0.001
Si	2.656	0.064	12.151	-0.003	-0.001	0.001
Si	5.388	2.79	12.122	0.012	0.012	-0.003
Si	2.667	5.509	12.178	-0.006	0.01	0.001
Si	5.354	-8.104	12.126	-0.007	-0.01	0
Si	2.657	-5.381	12.163	-0.014	0.002	-0.001
Si	5.367	-2.653	12.114	-0.001	-0.002	0.001
Si	8.093	0.076	12.09	0.016	-0.004	0.001
Si	10.821	2.762	12.076	0.003	-0.008	0.003
Si	8.088	5.49	12.093	0.006	0	0.006
Si	10.822	8.183	12.083	-0.008	0.001	-0.001
Si	8.082	10.924	12.081	-0.016	0	-0.003
Si	10.811	-2.663	12.064	0.007	-0.005	0
Si	13.553	0.029	12.078	-0.004	0.001	0
Si	16.28	2.728	12.124	-0.011	-0.001	0.001
Si	13.553	5.447	12.093	-0.009	-0.01	0.006
Si	16.299	8.164	12.099	0	0.009	0.004
Si	13.552	10.905	12.084	0.009	-0.007	0.001
Si	16.288	-2.709	12.128	0.005	0.012	0.006
Si	19.012	-0.001	12.196	-0.002	-0.003	0.003
Si	21.749	2.7	12.222	-0.002	-0.01	-0.002
Si	19.03	5.429	12.155	0.002	0.003	-0.006
Si	21.766	8.133	12.215	0.005	0.008	-0.004
Si	19.029	10.87	12.154	0.001	0.004	0.001
Si	21.741	-2.729	12.216	-0.001	-0.008	0.005
Si	24.475	-0.024	12.253	-0.003	-0.001	0.002
Si	27.198	2.695	12.284	0.011	-0.004	0
Si	24.486	5.413	12.275	0.013	0.002	0.002
Si	27.219	8.131	12.31	0.013	0.002	0.006
Si	24.474	10.856	12.267	-0.001	-0.009	0.002
Si	27.206	-2.746	12.29	-0.017	-0.009	0.001
Si	29.932	-0.018	12.307	-0.007	-0.004	-0.001
Si	32.685	2.7	12.319	0.005	0.004	-0.005
Si	29.943	5.416	12.309	0.002	0.012	-0.003
Si	32.673	8.148	12.317	-0.004	0.008	-0.002
Si	29.937	10.868	12.316	0.013	-0.003	-0.004
Si	32.674	-2.737	12.323	-0.002	0.009	-0.001
Si	-29.872	-0.012	12.327	0.002	-0.001	0.002
Si	-27.14	2.703	12.304	0.005	-0.001	-0.006
Si	-29.866	5.423	12.321	-0.003	-0.004	0.001
Si	-27.16	8.137	12.306	-0.011	-0.013	-0.002
Si	-29.875	10.863	12.314	0.001	0.004	-0.003
Si	-27.148	-2.724	12.316	0.005	0.004	-0.003
Si	-24.434	-0.016	12.302	0	-0.005	0.001
Si	-21.743	2.697	12.286	0.002	0.012	0.004
Si	-24.439	5.417	12.293	0.002	0.001	-0.001
Si	-21.738	8.148	12.283	0.007	-0.002	0.002
Si	-24.442	10.866	12.297	-0.007	0.004	0.002
Si	-21.732	-2.729	12.277	0.002	-0.002	0.004
Si	-19.027	-0.015	12.254	0.008	-0.002	-0.002
Si	-16.311	2.701	12.235	-0.002	-0.007	-0.004
Si	-19.036	5.415	12.257	-0.011	-0.008	-0.005
Si	-16.308	8.153	12.239	0	0.007	-0.005
Si	-19.025	10.877	12.259	0.007	0.001	-0.005
Si	-16.311	-2.73	12.246	0.003	-0.011	0.002
Si	-13.589	-0.009	12.241	0.001	0.003	0.006
Si	-10.86	2.713	12.236	-0.003	-0.003	-0.002
Si	-13.584	5.431	12.239	0.004	0.003	0.002
Si	-10.85	8.156	12.221	0.001	0.005	-0.007
Si	-13.581	10.873	12.228	-0.002	-0.005	0.001
Si	-10.858	-2.713	12.24	0.001	0.01	0
Si	-8.147	0.005	12.245	-0.009	-0.002	0
Si	-5.434	2.746	12.24	-0.002	0.005	-0.003
Si	-8.133	5.451	12.245	0.003	0.008	0
Si	-5.432	8.183	12.25	0.003	0.003	-0.003
Si	-8.14	10.884	12.247	-0.005	-0.005	-0.004
Si	-5.437	-2.704	12.242	-0.013	-0.006	0
Si	-2.74	0.048	12.229	0.002	0.003	0.001
Si	-0.04	2.785	12.202	0	0.001	-0.007
Si	-2.732	5.483	12.234	0.009	-0.001	-0.004
Si	-0.03	8.216	12.216	0.009	0.012	0.004
Si	-2.733	-5.399	12.237	0.002	0.015	-0.001
Si	-0.051	-2.667	12.202	-0.012	-0.009	-0.001
Si	1.314	1.421	13.55	-0.005	0.001	0.006
Si	4.043	4.147	13.51	0.013	-0.015	-0.007
Si	1.322	6.858	13.58	0.006	-0.013	0.006
Si	3.998	-6.754	13.514	-0.002	0.012	0.001
Si	1.302	-4.036	13.551	0.014	-0.005	0.002
Si	4.015	-1.29	13.502	-0.003	0.001	0.008
Si	6.751	1.445	13.479	-0.002	0.007	0.002
Si	9.456	4.129	13.432	0.002	0.006	0.002
Si	6.716	-9.478	13.457	0	0.002	-0.002
Si	9.454	9.558	13.421	0.01	-0.003	-0.005
Si	6.727	-4.03	13.446	0.018	-0.011	0.003
Si	9.467	-1.28	13.426	0.003	-0.003	0
Si	12.195	1.405	13.417	0.007	-0.003	0.002
Si	14.907	4.081	13.467	0.016	-0.004	-0.001
Si	12.183	6.812	13.44	0.004	0.008	0
Si	14.927	9.54	13.427	-0.014	0.007	0.001
Si	12.177	-4.023	13.403	-0.006	0.01	-0.005
Si	14.923	-1.314	13.44	0	-0.012	0.002
Si	17.63	1.382	13.509	-0.013	0.01	-0.002
Si	20.377	4.071	13.545	-0.001	0.004	0.001
Si	17.657	6.8	13.475	0.006	-0.004	0.002
Si	20.388	9.503	13.526	0.007	-0.008	-0.01
Si	17.667	-4.065	13.48	0	-0.013	-0.007
Si	20.372	-1.363	13.564	-0.011	0.009	0.002
Si	23.103	1.336	13.596	0.001	0.006	0.002
Si	25.835	4.046	13.648	-0.012	-0.002	0.002
Si	23.112	6.775	13.61	-0.003	0.003	0.001
Si	25.83	9.491	13.638	-0.008	0.007	0.006
Si	23.1	-4.088	13.592	-0.002	0.005	-0.001
Si	25.828	-1.39	13.63	0.011	-0.003	0.003
Si	28.548	1.334	13.655	-0.007	0.006	0.005
Si	31.301	4.043	13.666	0.005	-0.009	-0.002
Si	28.575	6.759	13.672	0.001	-0.007	0.01
Si	31.288	9.494	13.668	-0.008	0.016	-0.005
Si	28.553	-4.109	13.672	0.007	0.003	0.003
Si	31.287	-1.385	13.668	-0.004	0.001	0.008
Si	34.042	1.345	13.689	-0.007	-0.003	0.004
Si	-28.497	4.053	13.67	0.006	-0.003	0.002
Si	34.036	6.778	13.668	-0.016	0.014	0.007
Si	-28.516	9.496	13.67	-0.008	0.002	-0.001
Si	34.036	-4.109	13.675	0.007	-0.012	0.004
Si	-28.505	-1.368	13.688	-0.003	-0.003	0.006
Si	-25.785	1.343	13.671	-0.005	0.015	0
Si	-23.09	4.053	13.661	-0.016	0.01	0.004
Si	-25.796	6.771	13.657	-0.003	0.003	-0.008
Si	-23.086	9.505	13.662	0.001	-0.003	0.007
Si	-25.78	-4.084	13.671	-0.009	-0.002	0.001
Si	-23.074	-1.377	13.666	0.01	-0.004	0.004
Si	-20.38	1.327	13.634	-0.003	-0.007	-0.002
Si	-17.681	4.037	13.599	0.008	0.011	-0.006
Si	-20.383	6.77	13.629	0.014	-0.001	0.001
Si	-17.658	9.515	13.601	-0.002	-0.005	0.001
Si	-20.37	-4.081	13.633	0.005	-0.001	0.001
Si	-17.668	-1.368	13.608	-0.013	0.009	0.001
Si	-14.954	1.346	13.593	-0.013	0.008	0.004
Si	-12.215	4.07	13.587	0.011	-0.009	0.003
Si	-14.946	6.793	13.588	-0.003	0.007	0.01
Si	-12.199	9.522	13.566	0.005	-0.011	-0.002
Si	-14.941	-4.092	13.583	0.014	0	0.007
Si	-12.219	-1.361	13.594	-0.002	-0.003	0.007
Si	-9.498	1.366	13.602	-0.002	-0.003	0.006
Si	-6.77	4.105	13.616	0.001	-0.006	0.006
Si	-9.491	6.814	13.594	-0.007	0.003	0.001
Si	-6.779	9.541	13.623	-0.007	0.004	0.01
Si	-9.482	-4.057	13.595	-0.008	0.001	0.001
Si	-6.787	-1.349	13.609	0.009	-0.005	0.003
Si	-4.076	1.407	13.618	-0.003	-0.01	0.009
Si	-1.382	4.135	13.607	-0.006	0.006	0.007
Si	-4.073	6.835	13.623	0.009	-0.003	0.006
Si	-1.376	9.573	13.606	-0.001	-0.01	0.004
Si	-4.085	-4.049	13.619	0.006	0.002	0.005
Si	-1.393	-1.309	13.595	0.008	0.002	0.009
Si	-0.055	0.086	14.945	-0.008	-0.002	0.003
Si	2.686	2.801	14.879	-0.005	0.012	-0.006
Si	-0.042	5.522	14.969	0.003	0.002	-0.004
Si	2.673	8.224	14.946	-0.007	0.009	0.011
Si	-0.014	-5.393	14.976	-0.003	0.013	0.006
Si	2.64	-2.636	14.874	-0.002	0.003	-0.004
Si	5.371	0.106	14.836	0	0	0.005
Si	8.094	2.835	14.841	0.006	0.002	0.009
Si	5.381	5.519	14.883	-0.014	0.002	0.009
Si	8.089	-8.121	14.775	-0.002	-0.003	0.002
Si	5.363	-5.372	14.825	0.002	0.008	0.001
Si	8.096	-2.641	14.757	-0.004	0.002	-0.005
Si	10.816	0.103	14.782	0.003	0.001	0.005
Si	13.548	2.712	14.824	-0.006	0	0.012
Si	10.823	5.448	14.805	-0.005	-0.003	0.007
Si	13.562	8.18	14.766	0.008	-0.008	0.006
Si	10.812	10.945	14.746	-0.002	0.004	0.006
Si	13.529	-2.652	14.751	-0.01	-0.004	0.008
Si	16.252	0.033	14.848	0.006	0.004	0.011
Si	18.995	2.721	14.883	-0.003	-0.007	-0.003
Si	16.288	5.431	14.805	-0.013	0.002	0.004
Si	19.037	8.12	14.855	-0.005	0.006	0.008
Si	16.294	10.89	14.788	0.011	0.001	0.005
Si	18.984	-2.714	14.898	0.001	-0.012	0.011
Si	21.743	-0.031	14.945	0.006	0	0.004
Si	24.452	2.679	14.984	0.01	-0.005	0.006
Si	21.74	5.394	14.938	0.01	0.003	0.007
Si	24.479	8.114	14.989	0.005	-0.005	0.003
Si	21.723	10.861	14.911	-0.007	-0.016	0.005
Si	24.464	-2.759	14.983	-0.003	-0.002	0.008
Si	27.177	-0.034	15.004	-0.003	0.004	0.002
Si	29.914	2.686	15.017	-0.001	-0.001	0
Si	27.209	5.384	15.022	0.016	0.005	0.005
Si	29.93	8.125	15.03	0.003	0.004	0.004
Si	27.177	10.836	15.022	-0.003	-0.005	0.004
Si	29.913	-2.743	15.028	0.011	0.001	0.003
Si	32.639	-0.011	15.021	-0.002	-0.002	-0.004
Si	35.436	2.692	15.042	0.005	0.012	0
Si	32.671	5.4	15.012	0.005	-0.004	0
Si	35.403	8.129	15.029	0.007	-0.005	0.008
Si	32.656	10.841	15.019	-0.01	-0.001	-0.007
Si	35.406	-2.748	15.023	0.001	0.001	0.001
Si	-27.136	-0.002	15.05	0.011	-0.003	-0.002
Si	-24.423	2.685	15.047	0.009	-0.005	0.006
Si	-27.12	5.391	15.033	-0.003	0.008	-0.002
Si	-24.44	8.124	15.02	-0.014	-0.008	0.003
Si	-27.135	10.856	15.011	0.011	-0.004	-0.004
Si	-24.42	-2.728	15.05	0.003	0.001	0.002
Si	-21.712	-0.023	15.033	-0.002	0.011	0.002
Si	-19.017	2.672	14.991	0.006	0.005	0.004
Si	-21.727	5.411	15.013	0.002	-0.01	-0.001
Si	-19.01	8.144	14.951	-0.005	-0.001	-0.007
Si	-21.724	10.889	15.004	0.002	0	0.01
Si	-19.023	-2.703	14.991	0.011	0.001	0.009
Si	-16.31	-0.01	14.96	0.008	0.001	0.007
Si	-13.578	2.701	14.931	0.006	0.004	-0.002
Si	-16.317	5.41	14.917	-0.008	-0.003	0.001
Si	-13.555	8.162	14.911	0.008	0.008	0.001
Si	-16.297	10.88	14.95	-0.005	-0.002	0.003
Si	-13.581	-2.732	14.933	-0.013	-0.007	-0.001
Si	-10.847	-0.011	14.95	-0.003	0.002	0.01
Si	-8.136	2.734	14.955	0.006	-0.002	0.004
Si	-10.844	5.434	14.93	0.003	0.006	-0.004
Si	-8.131	8.163	14.97	-0.009	-0.008	-0.001
Si	-10.846	10.894	14.919	0.001	0	0.002
Si	-8.122	-2.718	14.987	-0.001	-0.001	0.001
Si	-5.43	0.022	14.959	-0.012	0	-0.007
Si	-2.736	2.788	14.998	0.007	0.004	0.005
Si	-5.406	5.456	14.996	-0.006	0.003	0.005
Si	-2.736	8.227	14.985	0.008	0.015	0.001
Si	-5.435	-5.406	15.002	0.002	-0.004	0.005
Si	-2.741	-2.672	14.98	-0.002	0.003	0.003
O	2.003	-0.761	22.821	-0.04	0.184	0.178
O	-0.869	0.522	-5.593	-0.39	-0.129	0.019
O	6.174	1.492	-2.662	-0.025	-0.095	-0.476
O	-1.681	-2.584	-7.229	-0.268	0.097	0.449
O	5.628	6.504	-3.523	0.07	0.57	0.084
O	4.039	3.062	25.415	0.221	-0.745	-0.19
O	-0.037	2.682	22.302	0.098	0.116	0.446
O	2.666	-5.261	21.919	-0.158	-0.005	0.188
O	5.983	-6.628	-7.121	-0.024	0.368	-0.478
O	4.895	8.159	22.691	0.268	0.311	0.084
O	6.441	-0.804	-1.424	0.007	0.035	-0.106
O	12.75	-4.312	-5.873	0.057	0.227	0.223
O	6.427	-1.996	22.734	-0.059	-0.158	-0.024
O	8.028	-0.079	22.005	-0.062	0.017	0.298
O	9.564	1.533	23.186	0.17	0.341	0.16
O	12.192	4.429	-5.648	0.465	-0.492	-0.219
O	8.651	3.382	24.781	0.053	0.135	-0.049
O	16.226	-7.965	-5.098	-0.253	0.142	0.36
O	8.133	5.998	24.879	-0.056	0.018	0.206
O	4.494	-3.722	23.043	-0.211	-0.147	0.413
O	10.528	-2.942	21.994	-0.115	0.021	0.128
O	3.636	7.626	24.912	-0.043	0.116	0.9
O	13.489	1.569	-3.274	0.057	0.304	0.359
O	14.585	1.045	22.928	-0.223	-0.569	0.11
O	14.475	5.445	-6.427	0.108	0.459	0.427
O	11.703	4.147	22.965	-0.354	-0.059	0.218
O	14.955	7.676	22.664	-0.437	0.331	0.248
O	11.232	-7.705	21.954	0.161	-0.082	0.609
O	12.433	-2.03	25.609	-0.041	-0.388	-0.236
O	18.836	-7.05	-7.013	-0.206	-0.492	-0.364
O	16.857	-1.983	22.788	-0.063	-0.111	0.454
O	19.772	0.446	25.756	-0.367	0.055	-0.032
O	18.75	-0.228	22.086	0.218	0.137	0.068
O	19.903	6.225	22.884	0.233	-0.161	0.458
O	21.591	8.06	22.093	-0.133	-0.175	0.14
O	24.635	-7.74	-0.418	0.4	-0.078	0.269
O	16.898	-6.789	22.744	0.075	0.241	0.116
O	18.889	-5.376	21.945	-0.213	-0.093	0.687
O	20.614	-3.512	22.606	0.09	-0.008	0.244
O	22.586	-1.871	23.089	0.389	-0.035	0.326
O	24.31	-0.113	22.211	-0.185	-0.02	0.472
O	25.747	1.757	23.295	0.556	-0.07	-0.066
O	27.472	6.22	25.529	-0.078	-0.252	0.036
O	20.484	1.196	23.258	0.451	0.349	0.224
O	22.309	3.639	22.926	-0.151	-0.218	-0.172
O	23.397	-5.662	-6.164	0.061	-0.273	0.099
O	26.181	6.488	23.301	0.431	0.338	0.064
O	24.729	8.129	-3.065	-0.28	0.183	-0.151
O	25.423	-4.461	23.075	-0.461	-0.029	0.109
O	27.193	-2.842	22.128	-0.006	0.049	0.645
O	30.332	-0.868	25.717	0.11	0.619	0.087
O	28.102	-3.512	-5.86	-0.164	0.209	0.701
O	30.595	1.166	23.033	0.05	-0.197	0.141
O	29.688	7.204	24.692	0.09	0.376	-0.328
O	30.776	4.971	25.297	0.232	0.173	0.4
O	31.592	6.305	23.185	0.229	-0.391	0.215
O	28.052	-6.89	23.131	-0.44	-0.186	0.059
O	29.796	-5.526	21.763	-0.119	0.13	0.152
O	31.752	-4.621	23.006	0.83	0.19	-0.015
O	-28.947	-7.135	23.992	-0.017	0.042	0.042
O	30.868	-3.047	24.728	-0.559	0.106	-0.174
O	-20.196	-0.681	-7.184	-0.619	-0.193	-0.153
O	-29.825	-0.012	22.044	0.005	-0.288	0.631
O	-27.356	2.846	25.277	-0.395	0.329	0.071
O	32.52	2.63	22.058	0.044	-0.055	0.257
O	32.246	-8.112	-3.144	0.037	-0.05	0.043
O	-32.594	-8.059	22.037	-0.024	0.052	0.393
O	-28.968	3.642	-3.142	0.166	0.316	0.135
O	-23.754	-0.062	22.981	0.418	-0.622	0.104
O	-15.161	6.689	23.458	0.056	-0.306	-0.119
O	-18.207	-0.552	25.309	0.027	0.269	0.212
O	-26.352	3.829	23.097	-0.287	0.28	0.006
O	-24.374	5.44	22.357	-0.269	-0.173	0.262
O	-15.318	-7.049	23.017	0.303	0.182	0.223
O	-26.95	-8.023	22.011	0.195	0.055	0.115
O	-25.311	-6.051	22.718	-0.476	0.044	0.127
O	-20.899	3.092	25.514	-0.102	0.143	0.34
O	-21.609	-2.733	22.345	0.288	-0.081	0.357
O	-24.51	-6.141	25.159	0.531	0.111	0.255
O	-17.998	0.909	23.11	-0.149	0.25	0.092
O	-15.124	1.577	-5.633	-0.27	-0.388	-0.215
O	-18.869	5.644	22.029	-0.001	0.168	0.52
O	-10.324	4.796	-5.09	0.83	0.212	0.181
O	-20.206	0.838	-4.998	0.293	-0.086	0.087
O	-18.734	-8.002	-5.974	-0.56	0.18	-0.264
O	-17.398	7.68	22.721	-0.273	0.472	0.149
O	-24.152	-4.378	-3.226	-0.533	0.056	0.344
O	-15.139	-1.565	23.204	-0.459	-0.047	0.107
O	-13.468	0.107	22.166	-0.008	-0.003	0.304
O	-11.494	1.638	23.036	0.187	-0.171	0.297
O	-8.817	-0.621	26.006	-0.413	-0.225	-0.284
O	-16.382	-5.446	-0.369	-0.17	-0.303	-0.497
O	-9.549	2.244	-5.659	0.753	0.194	0.221
O	-8.449	5.295	22.05	0.24	0.223	0.578
O	-10.885	-5.483	-3.517	0.161	-0.435	-0.243
O	-6.433	5.95	-1.19	0.183	-0.378	-0.103
O	-10.324	-1.648	23.05	0.075	0.22	0.453
O	-4.395	1.173	24.564	-0.762	0.41	0.204
O	-10.278	-2.974	-3.679	0.007	-0.19	-0.201
O	-6.666	6.539	23.212	-0.15	-0.394	0.211
O	-5.516	-7.551	22.716	-0.085	0.151	-0.142
O	-7.307	-5.449	-5.866	0.096	-0.536	0.152
O	-7.505	-2.76	24.886	-0.292	0.049	-0.383
O	-5.541	-2.761	22.099	0.114	-0.014	-0.133
O	-4.237	-1.164	23.534	0	0.091	0.255
O	-6.815	3.777	25.201	0.251	0.068	-0.073
O	-2.724	5.501	22.264	-0.19	0.206	0.12
O	-1.143	7.482	23.07	-0.335	-0.148	0.551
O	3.641	-6.685	-3.321	0.46	-0.353	-0.232
O	-12.909	7.138	-1.222	-0.01	-0.421	-0.186
O	0.208	-2.521	22.068	-0.116	0.053	0.303
O	24.555	-5.717	25.163	0.131	-0.36	0.32
O	3.422	-1.424	-5.753	-0.412	0.053	0.12
O	15.214	0.787	-1.431	0.41	-0.347	-0.045
O	0.933	-7.108	22.86	0.078	0.155	0.285
O	6.056	-3.015	25.111	0.063	-0.079	0.314
O	12.436	-6.971	-1.527	-0.54	0.374	-0.251
O	3.934	-4.109	-3.856	0.542	0.413	-0.315
O	3.473	-5.769	-5.812	-0.318	-0.114	-0.043
O	-19.529	-1.265	23.114	-0.035	-0.195	0.017
O	7.274	3.151	-6.271	-0.357	0.019	-0.176
O	12.987	6.962	-2.486	0.409	-0.302	-0.267
O	5.527	2.833	22.115	-0.016	0.087	0.447
O	22.997	2.373	-3.255	0.136	-0.354	-0.118
O	27.253	-5.313	-0.241	-0.057	0.043	-0.358
O	18.116	6.771	-5.887	0.757	-0.165	0.012
O	8.552	-4.946	21.923	-0.165	0.045	0.335
O	24.192	-1.297	-1.203	0.147	0.149	-0.216
O	10.42	7.234	25.354	0.341	-0.17	-0.308
O	22.431	5.034	25.208	-0.442	0.116	0.115
O	20.806	5.17	-5.833	-0.04	-0.279	-0.019
O	16.237	2.799	22.082	-0.127	-0.286	0.126
O	13.547	5.612	21.936	-0.076	-0.115	0.487
O	7.426	-5.241	25.424	0.236	0.123	-0.172
O	14.927	-0.618	-3.703	-0.215	-0.81	0.212
O	13.518	2.964	24.398	0.434	0.261	-0.144
O	14.128	-7.449	-6.599	-0.18	0.385	-0.411
O	-0.473	0.348	-0.357	0.054	-0.075	-0.547
O	-23.547	7.281	-6.142	0.343	0.349	0.414
O	18.367	6.391	25.078	-0.088	-0.329	0.415
O	20.792	1.836	-1.744	-0.504	-0.003	-0.266
O	18.558	-7.238	26.059	-0.299	-0.024	-0.282
O	15.519	1.642	25.372	0.49	0.048	-0.195
O	24.241	5.276	22.182	-0.094	-0.036	0.203
O	-8.393	-0.175	-6.578	-0.011	0.113	-0.058
O	29.177	-5.858	-3.948	-0.265	0.087	-0.626
O	-14.963	4.491	-1.567	-0.042	0.091	-0.142
O	20.882	-2.648	24.983	-0.185	0.44	0.029
O	14.939	-7.295	-2.29	0.018	-0.204	-0.381
O	23.362	4.135	-1.395	-0.101	0.199	-0.166
O	16.277	-3.087	25.101	0.598	0.266	0.222
O	23.546	-2.617	-6.133	0.171	-0.241	0.447
O	28.478	0.607	24.506	-0.352	0.24	-0.046
O	9.621	-1.413	-5.489	0.446	0.046	-0.005
O	-19.761	-3.651	-2.954	-0.019	-0.681	0.009
O	23.941	2.943	24.843	0.031	-0.533	0.338
O	3.246	5.397	-3.734	-0.338	0.437	0.327
O	-31.518	-5.83	-3.205	0.385	0.178	-0.209
O	29.867	-2.58	1.067	-0.011	-0.001	0.602
O	-31.631	-1.078	-1.081	-0.49	0.551	-0.07
O	-14.633	-1.243	25.796	0.021	0.416	-0.178
O	25.347	-3.23	25.431	0.309	0.412	-0.415
O	29.951	2.545	25.239	-0.316	-0.031	0.31
O	29.738	-1.386	-5.987	0.527	0.094	-0.068
O	-27.904	-0.19	-2.967	-0.247	0.423	-0.058
O	30.903	-2.919	-1.153	0.326	-0.069	-0.257
O	28.449	2.731	22.984	-0.656	-0.156	0.19
O	28.025	2.124	-3.22	0.136	-0.056	-0.12
O	-0.169	-5.276	-0.417	0.158	-0.036	-0.293
O	-25.492	-2.347	-7.214	-0.057	0.014	-0.366
O	11.685	-6.75	-6.085	-0.167	-0.233	-0.571
O	-32.24	-5.193	-0.826	0.009	0.014	0.015
O	31.119	5.755	-3.453	0.134	-0.292	0.355
O	6.709	3.966	-1.538	-0.027	0.603	-0.284
O	-13.836	5.199	25.108	0.337	-0.364	0.241
O	29.939	-0.894	-2.667	-0.499	0.207	-0.457
O	25.821	0.67	-3.599	-0.644	0.077	-0.207
O	-22.414	-6.397	-3.034	-0.239	-0.398	-0.448
O	-15.257	-0.963	-1.257	0.124	-0.187	-0.315
O	0.697	4.059	-1.74	-0.118	0.285	-0.151
O	-28.126	7.458	-6.118	-0.162	0.044	0.153
O	-6.907	1.831	23.404	0.607	0.235	0.162
O	24.341	-5.539	-3.75	0.389	-0.193	0.295
O	-25.874	-2.915	-4.347	0.261	0.348	0.117
O	-1.726	5.867	-6.267	0.611	-0.442	0.011
O	-23.975	3.02	-3.458	-0.054	0.048	0.219
O	-25.862	-1.191	-1.548	0.376	-0.224	-0.621
O	7.556	4.593	22.69	0.52	0.531	0.01
O	-23.458	-4.32	23.328	-0.224	0.317	0.653
O	7.531	5.55	-5.019	0.373	0.074	-0.15
O	-12.306	-6.714	-1.64	-0.186	0.125	-0.089
O	0.238	-6.128	-5.05	-0.281	-0.027	-0.299
O	17.549	1.623	-5.922	0.41	0.191	-0.247
O	-29.434	-6.525	-5.853	0.11	0.029	0.515
O	-9.303	-6.868	-6.925	-0.28	-0.033	-0.432
O	25.831	-3.379	-1.159	0.191	-0.14	-0.286
O	29.731	2.957	-0.382	0.254	0.21	-0.266
O	-26.811	-6.615	-5.951	-0.017	-0.103	0.703
O	-7.948	4.047	-2.388	-0.175	0.07	-0.14
O	-24.751	-5.08	-5.641	0.041	-0.449	-0.132
O	16.629	-5.556	-3.412	0.183	-0.013	-0.313
O	-18.292	-0.987	-5.327	0.492	0.106	-0.346
O	-17.225	-2.941	25.186	-0.336	0.01	0.092
O	-20.133	2.983	-3.364	0.359	-0.266	0.531
O	8.392	-7.643	24.782	0.221	0.208	0.179
O	-11.027	0.247	-6.292	-0.327	-0.434	-0.494
O	-25.762	1.294	-2.536	-0.198	0.151	-0.269
O	-14.814	-3.683	24.693	0.299	-0.491	-0.076
O	27.149	-5.108	24.945	0.114	0.142	0.328
O	22.666	-4.298	24.085	0.029	0.197	0.211
O	15.35	-4.456	-5.34	-0.028	-0.302	-0.091
O	-3.631	-1.371	-1.29	0.409	0.18	-0.185
O	-1.508	4.412	-3.203	-0.23	-0.22	-0.479
O	8.884	-7.984	-0.852	-0.18	0.284	0.219
O	21.223	2.753	25.159	-0.443	0.339	0.056
O	-3.108	7.955	-5.382	-0.256	0.905	0.15
O	-27.564	-3.748	-6.04	-0.25	-0.382	0.108
O	-25.854	6.423	-5.156	-0.165	0.313	0.252
O	-10.163	-1.419	-1.451	-0.342	0.033	-0.215
O	2.718	3.422	-5.564	-0.202	0.064	-0.033
O	32.101	-5.153	25.576	0.312	-0.463	-0.133
O	-6.479	-1.063	-5.072	0.27	0.152	-0.123
O	-8.197	-5.254	25.205	-0.032	0.294	0.639
O	16.922	4.872	-7.131	0.661	-0.162	-0.14
O	15.43	3.106	-5.898	-0.536	-0.09	-0.077
O	-5.723	-2.021	-2.759	-0.135	-0.456	0.086
O	-4.282	5.694	-5.828	-0.312	-0.466	-0.247
O	-6.843	2.224	-3.845	-0.111	-0.303	-0.419
O	10.272	1.488	25.727	0.249	-0.451	0.121
O	1.386	1.235	-6.242	-0.175	-0.092	0.487
O	14.278	-2.171	-5.672	-0.169	0.078	0.223
O	24.961	5.767	25.551	0.185	-0.033	0.534
O	9.439	-1.418	-2.839	-0.419	-0.105	0.022
O	8.946	-6.319	-3	0.215	-0.095	-0.075
O	19.336	-0.211	-6.082	0.15	-0.118	-0.68
O	-2.23	1.314	22.975	-0.082	-0.761	0.374
O	20.625	6.197	-1.112	0.287	-0.534	-0.061
O	1.343	-1.232	-1.252	0.56	-0.28	-0.036
O	19.515	-3.401	-2.92	0.022	0.029	-0.138
O	-1.431	-3.961	23.29	-0.21	-0.352	-0.105
O	2.562	5.888	-6.187	0.096	-0.198	-0.413
O	-5.607	-4.718	24.996	-0.037	0.163	0.423
O	3.101	-3.698	-1.442	-0.409	0.191	-0.086
O	-25.383	3.586	-1.281	-0.161	-0.066	-0.439
O	-7.97	8.163	-5.191	0.068	0.216	0.07
O	3.18	6.184	22.736	-0.183	-0.606	-0.238
O	31.101	5.414	-6.04	0.343	0.007	0.206
O	-30.985	3.956	-1.424	-0.242	0.178	-0.275
O	-23.735	6.676	-3.638	-0.161	0.506	0.328
O	-28.163	-3.098	25.523	0.231	-0.262	-0.783
O	1.963	-6.712	26.111	0.113	-0.231	0.398
O	-20.529	-6.534	-1.327	0.21	0.678	-0.059
O	-7.839	1.701	26.058	0.093	0.239	0.254
O	-3.979	3.35	23.127	-0.273	0.121	0.322
O	-7.267	-3.432	-4.305	-0.499	-0.101	0.192
O	-31.103	2.166	-3.388	-0.067	-0.455	0.053
O	-6.903	1.987	-1.214	0.111	0.41	-0.047
O	1.847	-4.318	24.948	-0.33	0.068	-0.601
O	4.25	-1.363	24.092	-0.273	-0.167	0.531
O	17.627	4.393	-1.739	0.019	-0.368	-0.233
O	-16.838	-4.283	23.064	0.258	0.207	0.062
O	-2.49	2.453	-0.397	-0.194	-0.211	-0.135
O	-1.276	-4.427	-3.819	-0.517	-0.586	-0.031
O	-20.496	4.468	-1.203	-0.631	0.386	-0.062
O	-26.36	0.524	-5.771	-0.058	-0.372	0.597
O	17.469	3.711	-4.315	0.367	-0.111	-0.275
O	-17.146	0.822	-1.443	-0.032	0.095	-0.515
O	-24.32	-2.798	-0.388	-0.016	-0.128	-0.22
O	-3.564	1.3	-5.77	0.394	-0.308	-0.118
O	14.48	0.354	-6.137	0.329	0.227	-0.038
O	7.817	0.919	25.226	-0.322	-0.257	-0.294
O	-24.474	8.179	-0.497	0.154	-0.025	-0.207
O	30.542	-3.832	-5.134	0.435	0.058	-0.171
O	-8.335	-0.065	22.33	-0.142	-0.112	0.44
O	12.357	4.606	-1.458	-0.039	-0.047	-0.537
O	21.251	-1.677	-5.088	0.22	-0.378	0.295
O	-20.239	-2.052	-0.968	-0.359	-0.114	-0.133
O	-10.912	8.081	22.131	0.118	-0.074	0.528
O	-19.456	-4.143	-5.442	-0.182	-0.27	-0.609
O	17.918	-4.932	-5.652	0.74	0.408	0.077
O	1.37	-4.524	-3.412	0.138	-0.393	-0.055
O	13.007	5.523	24.884	-0.042	0.425	-0.462
O	25.381	4.314	-5.884	0.22	-0.469	0.366
O	-14.285	4.31	22.787	0.333	-0.36	0.406
O	-9.759	-6.36	-1.319	0.284	0.212	-0.324
O	19.249	-4.633	25.901	0.117	-0.131	-0.635
O	21.024	0.725	-4.127	0.166	-0.169	-0.215
O	-26.834	-5.343	25.894	0.056	0.088	-0.407
O	21.781	-4.839	-3.455	0.007	0.107	-0.422
O	-24.953	-0.424	25.472	0.38	-0.018	0.353
O	8.264	2.538	-0.279	0.088	-0.257	-0.2
O	23.152	-5.892	-1.43	-0.351	0.085	-0.152
O	19.235	5.393	-3.624	0.153	0.517	0.151
O	-3.654	-6.338	25.884	-0.016	-0.369	-0.232
O	23.104	7.565	25.369	0.255	0.297	-0.208
O	32.375	-0.62	-3.212	0.169	0.044	-0.847
O	31.374	-4.941	-2.901	-0.236	-0.452	0.497
O	-26.1	-6.195	-1.408	0.123	0.09	-0.2
O	-2.007	1.11	-3.457	-0.03	-0.073	0.641
O	29.15	-3.436	-2.965	-0.59	0.048	-0.146
O	-29.487	1.881	-1.209	-0.117	-0.347	-0.077
O	16.063	1.698	-3.724	0.529	0.199	0.361
O	23.966	-1.089	26.135	-0.056	0.104	-0.223
O	-21.236	-7.682	25.2	-0.096	0.244	0.443
O	-30.383	3.724	-5.356	-0.314	0.24	-0.7
O	5.734	-0.341	-5.691	0.205	0.532	-0.19
O	-28.156	1.835	22.985	-0.419	-0.04	0.426
O	29.676	7.913	-3.473	-0.172	-0.391	-0.353
O	-28.953	-4.684	23.04	-0.088	0.131	0.374
O	29.765	3.679	-4.506	-0.489	0.107	-0.255
O	20.516	7.598	25.534	0.082	-0.353	-0.53
O	-31.089	-6.155	22.919	-0.07	0.26	0.042
O	-31.436	0.953	24.289	0.161	0.089	-0.194
O	-28.968	6.992	-1.432	-0.001	-0.264	-0.375
O	-22.396	-4.334	-1.337	0.307	-0.008	0.034
O	21.048	8.171	-2.746	0.107	0.428	0.002
O	-20.679	-1.853	-4.839	-0.281	0.06	0.2
O	-18.465	-1.45	-2.716	-0.154	0.613	0.207
O	1.138	6.959	24.177	-0.215	-0.212	0.526
O	-16.659	-5.486	25.475	0.263	0.085	0.342
O	-0.542	-3.942	25.774	-0.04	-0.138	0.306
O	29.088	-1.531	23.293	0.579	-0.002	0.022
O	-30.447	8.09	-3.364	0.248	-0.608	-0.071
O	-20.446	-7.679	22.748	0.304	-0.537	0.044
O	11.713	-1.192	-1.434	0.027	0.09	-0.402
O	-8.315	-1.288	-3.23	0.112	0.645	-0.079
O	-9.855	-7.195	25.646	0.141	-0.472	0.098
O	-6.979	-7.232	-2.857	-0.529	0.133	-0.156
O	-31.91	-3.182	-2.694	-0.16	-0.11	-0.132
O	9.957	-4.373	-1.609	0.55	0.133	0.068
O	7.311	-1.932	-4.431	-0.247	-0.205	0.31
O	-5.444	3.126	-5.834	-0.425	0.588	-0.393
O	-31.642	-1.448	23.101	-0.096	-0.278	0.017
O	-21.401	7.585	-2.582	0.007	-0.278	-0.124
O	8.398	0.77	-6.618	0.022	0.075	0.601
O	3.871	1.052	23.091	-0.214	0.049	0.33
O	-30.875	3.508	23.405	0.254	0.229	0.256
O	-9.402	-6.412	23.138	-0.131	0.419	0.176
O	19.068	-1.01	-3.682	0.066	0.347	-0.059
O	-21.649	5.143	-3.358	-0.162	-0.029	-0.248
O	-19.38	3.308	-5.779	-0.123	0.127	0.002
O	-17.998	-3.493	-1.074	0.354	-0.018	-0.379
O	0.139	2.497	-3.869	0.476	0.044	-0.533
O	17.633	-1.765	-1.711	-0.556	0.193	-0.309
O	-16.247	2.692	22.195	0.115	0.019	0.271
O	-16.267	-0.756	-3.637	0.259	0.282	-0.244
O	21.976	-6.452	25.393	-0.188	0.155	0.218
O	0.854	4.892	-4.32	-0.306	0.388	-0.255
O	1.846	-7.938	-5.951	-0.102	0.511	0.028
O	-4.236	2.493	-3.58	0.259	0.297	0.344
O	-12.277	5.446	-6.733	-0.305	0.394	-0.568
O	-28.364	-6.965	-2.385	0.201	-0.128	-0.42
O	-0.548	-2.16	-2.851	-0.074	0.363	-0.405
O	-10.854	-0.468	-3.804	0.378	0.328	0.218
O	-11.041	2.864	-3.455	-0.347	0.223	0.089
O	-30.276	-5.309	25.273	-0.431	0.387	0.032
O	-7.543	-7.666	24.465	-0.127	-0.239	0.279
O	-12.932	0.963	-4.405	0.001	0.009	0.145
O	22.27	0.442	25.098	0.544	-0.174	-0.325
O	-3.395	6.29	-3.377	-0.239	0.05	0.266
O	28.409	-1.867	-0.929	-0.168	0.154	-0.294
O	9.442	7.018	22.947	-0.037	-0.487	0.118
O	-8.222	-2.888	-0.52	0.017	-0.051	-0.471
O	-11.501	1.272	-1.3	-0.307	-0.246	-0.301
O	3.621	1.101	-4.865	0.24	0.254	0.59
O	1.865	-6.51	-1.349	0.338	0.293	-0.277
O	-10.588	-2.954	25.299	0.273	0.246	0.127
O	25.913	-4.888	-5.72	0.174	-0.05	0.039
O	13.659	2.681	-0.461	-0.323	0.114	-0.379
O	7.795	3.218	-3.756	0.422	-0.253	0.173
O	5.497	-2.918	-6.19	0.069	-0.719	0.02
O	-26.027	-1.181	23.267	-0.08	-0.062	0.425
O	13.164	-7.382	-4.119	-0.131	0.396	0.002
O	12.054	-1.177	23.116	-0.037	0.371	0.152
O	-18.88	-5.632	22.177	0.159	-0.206	0.152
O	7.606	-1.651	-7.067	-0.288	-0.114	-0.267
O	-4.203	-0.167	-3.648	-0.506	-0.053	0.035
O	-11.934	7.041	-4.787	0.242	0.295	0.121
O	-9.059	1.53	-2.565	-0.003	-0.652	-0.415
O	-0.367	-7.404	25.1	-0.586	0.321	0.315
O	8.09	-2.702	-0.602	0.037	0.037	-0.332
O	-23.489	1.737	-1.25	0.142	0.133	-0.311
O	2.842	5.296	25.232	0.128	0.207	0.422
O	-18.341	3.843	25.334	0.473	-0.18	-0.574
O	-9.952	3.35	-1.09	0.243	0.075	-0.267
O	22.059	-0.023	-0.467	0.022	-0.147	-0.223
O	-10.711	4.077	22.742	-0.682	0.364	-0.126
O	17.093	-6.411	-1.035	0.349	0.348	0.041
O	-32.6	5.581	-0.322	-0.036	0.138	-0.332
O	-30.413	-1.07	-3.41	-0.266	0.037	-0.429
O	-27.295	-2.927	22.074	0.173	-0.163	0.089
O	2.604	2.664	-0.608	0.001	0.07	-0.439
O	-13.728	-7.94	-3.473	-0.303	0.441	-0.265
O	20.735	-4.76	-1.083	0.337	-0.514	-0.207
O	-3.082	3.606	-6.919	0.37	-0.143	-0.34
O	31.351	0.864	-1.167	0.387	-0.328	-0.076
O	-6.19	-0.621	25.388	-0.08	0.521	0.164
O	5.21	3.848	-3.485	-0.353	-0.282	-0.586
O	2.121	-2.131	-3.424	0.213	0.258	-0.492
O	5.087	-5.342	-0.638	0.145	-0.077	-0.37
O	4.677	-0.679	-3.355	-0.353	-0.571	0.129
O	12.431	7.032	-5.836	-0.671	0.066	0.059
O	9.86	0.669	-1.255	0.077	-0.004	-0.337
O	-5.765	4.636	-3.55	0.368	0.092	0.22
O	-16.704	3.625	-5.969	0.15	0.06	0.702
O	-5.495	7.589	-4.379	0.084	0.069	0.067
O	-17.72	7.737	-3.639	0.19	0.024	0.264
O	25.185	-0.728	-5.764	-0.032	0.209	0.036
O	-12.286	-3.957	-5.137	-0.302	-0.466	0.315
O	6.73	-6.961	-1.759	-0.381	-0.327	-0.462
O	-22.82	-6.786	23.287	-0.107	0.27	-0.618
O	24.166	4.856	-3.709	-0.265	0.559	0.136
O	15.131	-4.731	-1.44	-0.031	0.218	-0.465
O	-14.685	-3.191	-6.056	-0.166	-0.11	0.742
O	-22.455	7.018	23.285	-0.203	-0.352	0.25
O	-23.806	4.733	-5.444	0.294	-0.092	-0.551
O	-14.8	-7.321	-1.212	-0.177	-0.048	-0.22
O	26.384	3.996	24.45	0.625	-0.098	0.114
O	0.572	0.055	-3.453	0.381	0.28	0.171
O	-16.444	5.306	-3.532	-0.248	-0.029	-0.294
O	4.523	5.503	-1.395	0.291	-0.451	0.18
O	-32.402	-1.236	25.524	0.164	0.331	0.169
O	-21.947	2.816	-5.24	-0.057	-0.032	-0.317
O	1.357	-7.987	-3.399	-0.102	-0.365	0.038
O	6.183	4.28	24.804	-0.344	0.173	-0.276
O	-28.839	7.354	25.908	-0.06	-0.554	-0.072
O	0.557	-1.223	-7.014	0.298	-0.068	-0.19
O	11.306	3.812	25.573	-0.449	0.209	0.229
O	-20.279	5.611	25.321	-0.102	0.372	-0.354
O	13.316	-5.693	21.948	0.144	0.109	0.622
O	8.123	-6.012	-5.894	0.294	0.125	0.378
O	18.995	8.19	-0.399	-0.105	0.066	-0.255
O	9.629	4.096	-5.389	0.211	-0.164	-0.366
O	-27.291	-4.935	-3.566	0.095	-0.257	-0.278
O	-21.753	-0.026	-0.353	0.325	0.104	-0.725
O	19.269	-2.822	-0.123	0.007	0.075	0.106
O	16.709	-0.872	-5.673	0.114	-0.292	0.246
O	-12.816	-1.428	-5.428	-0.261	0.064	0.001
O	-17.683	-5.967	-4.592	0.531	0.015	0.112
O	24.698	2.516	-0.037	-0.207	-0.053	-0.033
O	-28.457	-2.58	-3.899	-0.379	-0.142	0.287
O	-3.775	-5.745	23.304	0.186	0.027	-0.145
O	-8.186	8.005	-0.476	-0.148	0.093	-0.292
O	-5.537	-5.324	-3.791	0.368	-0.037	-0.224
O	-28.264	6.755	23.438	-0.406	-0.61	0.492
O	23.053	6.909	-1.549	-0.238	-0.273	-0.005
O	-18.716	-7.087	26.077	-0.182	0.178	-0.432
O	6.857	-6.351	23.08	-0.662	0.18	0.125
O	-5.184	-3.867	-5.961	0.699	0.189	0.451
O	25.752	6.454	-1.376	-0.035	-0.212	-0.768
O	-28.169	2.317	-5.261	0.413	0.008	-0.072
O	4.219	0.635	-1.17	-0.094	-0.138	-0.217
O	26.669	1.174	-1.126	0.176	-0.195	-0.06
O	-9.204	2.66	24.16	0.032	-0.084	0.14
O	-5.263	7.597	25.085	0.387	-0.012	-0.028
O	-13.939	5.816	-3.727	0.517	-0.24	0.278
O	-28.045	4.97	-5.249	-0.129	0.156	-0.174
O	1.156	-1.926	26.056	-0.393	0.278	-0.209
O	-27.349	0.551	-0.535	0.279	-0.401	0.16
O	15.144	-4.015	22.905	0.318	-0.14	0.342
O	-29.802	-2.716	-0.305	-0.065	-0.144	-0.066
O	29.704	-5.472	24.623	0.021	-0.013	0.154
O	17.43	7.013	22.772	0.105	-0.078	-0.37
O	-3.592	4.522	-1.487	-0.621	0.263	-0.268
O	21.342	-3.85	-6.537	-0.527	-0.172	0.174
O	3.193	7.65	-1.59	-0.312	-0.247	-0.008
O	27.231	-7.564	-3.557	-0.105	0.263	0.193
O	-19.909	-7.027	-3.838	-0.049	0.395	-0.151
O	-10.005	6.948	-6.509	-0.205	-0.212	-0.218
O	27.884	-1.662	25.685	-0.286	-0.307	-0.299
O	10.616	6.469	-1.25	-0.229	-0.129	-0.115
O	28.822	-6.899	-1.521	0.386	0.081	0.053
O	-2.413	2.72	25.196	0.18	0.543	-0.001
O	-9.81	-4.555	-5.76	0.168	0.128	0.08
O	-22.387	1.983	23.58	-0.118	0.298	-0.029
O	-27.138	5.408	-0.501	-0.134	0.018	-0.275
O	25.541	3.016	-2.639	0.244	0.458	0.066
O	27.566	-0.783	-4.864	0.41	-0.406	0.4
O	11.068	-5.173	-4.05	0.278	-0.218	0.113
O	3.614	-6.26	24.11	-0.453	0.08	-0.462
O	-1.627	-1.773	24.979	0.166	0.223	-0.501
O	-19.019	5.437	-3.167	-0.144	0.339	-0.046
O	21.728	5.703	-3.473	0.396	-0.048	-0.204
O	5.814	-7.346	25.13	-0.194	-0.05	0.496
O	-22.982	6.102	-1.206	0.399	-0.49	0.047
O	11.279	2.926	-3.687	-0.099	-0.094	0.23
O	30.809	7.144	-1.234	-0.393	0.189	0.105
O	16.795	6.176	-3.626	-0.305	-0.119	0.346
O	0.317	-3.547	-5.723	0.425	0.052	-0.057
O	-3.149	-3.915	25.163	-0.232	0.303	0.196
O	-19	8.077	-0.266	-0.272	-0.204	-0.405
O	-7.235	-4.519	22.944	-0.118	-0.364	-0.009
O	10.231	-4.752	-6.637	-0.081	0.404	-0.234
O	-12.747	-1.999	24.187	0.24	0.19	0.275
O	11.034	5.506	-3.575	-0.455	0.408	-0.301
O	-18.909	2.59	-0.445	-0.22	0.225	-0.672
O	29.075	1.27	-5.513	0.128	0.129	-0.344
O	-13.477	2.716	-0.43	-0.102	-0.186	-0.587
O	12.15	1.406	-5.598	-0.521	0.295	-0.122
O	-31.423	-4.709	-6.28	-0.13	0.342	0.271
O	-4.755	-6.544	-1.514	0.226	0.124	-0.284
O	14.091	-7.179	25.834	-0.308	-0.096	-0.142
O	-11.521	-4.333	-1.201	-0.019	0.43	-0.34
O	-3.134	-2.586	-3.463	-0.127	-0.256	-0.384
O	14.322	-4.59	26.128	-0.216	0.154	-0.23
O	-12.612	6.337	22.992	0.343	0.159	0.397
O	-13.526	-2.753	-0.46	-0.055	0.074	-0.459
O	15.977	5.845	-0.408	-0.009	0.222	-0.231
O	16.323	-8.095	24.863	0.425	0.065	0.156
O	-30.262	2.743	25.824	0.399	0.081	-0.088
O	2.436	0.199	25.179	-0.177	0.706	0.131
O	-11.04	5.493	-0.346	0.107	0.287	-0.71
O	-30.543	-7.304	-0.936	-0.019	-0.186	0.118
O	-17.076	-4.292	-6.559	-0.315	-0.375	-0.458
O	-2.047	-3.738	-1.368	-0.473	0.124	-0.046
O	25.333	-7.35	-5.385	0.365	-0.174	-0.392
O	-16.511	-8.069	25.116	0.115	-0.236	0.348
O	-6.748	-4.89	-1.454	0.073	0.098	-0.377
O	-13.541	-5.444	22.111	0.041	-0.03	0.413
O	-5.528	0.005	-0.318	0.042	-0.14	-0.178
O	14.464	-1.684	23.895	0.182	0.419	0.149
O	27.639	5.015	-0.35	0.063	0.014	-0.485
O	17.941	4.504	23.121	0.157	-0.305	0.476
O	13.892	7.879	-0.074	-0.204	0.015	-0.573
O	-0.521	7.732	-5.056	0.048	-0.454	0.37
O	-1.546	6.262	-1.446	0.551	0.129	-0.459
O	-2.926	8.194	-0.483	-0.054	0.114	-0.24
O	-14.437	3.372	-3.936	0.156	0.094	-0.155
O	-12.091	3.021	-5.78	-0.281	-0.395	0.296
O	26.146	6.525	-4.549	0.354	-0.116	0.062
O	-14.258	3.593	-7.14	0.037	0.579	-0.19
O	-20.109	3.856	23.246	-0.199	-0.602	0.365
O	20.619	-7.421	-5.158	0.553	-0.124	-0.071
O	32.401	3.763	-4.475	-0.076	-0.025	0.463
O	-23.572	-2.767	-5.437	0.439	0.154	0.116
O	23.903	6.513	-5.778	-0.179	0.225	0.496
O	-32.03	1.748	-5.943	0.066	-0.275	0.215
O	-21.835	-4.166	-4.115	-0.259	-0.141	-0.432
O	-28.201	-4.616	-1.154	-0.179	0.207	-0.189
O	28.087	-7.397	25.691	-0.502	0.351	0.375
O	-14.431	7.462	-5.813	-0.039	0.228	-0.014
O	-7.652	6.509	-3.334	-0.842	0.108	-0.106
O	-17.332	6.428	-1.36	0.463	0.014	-0.207
O	-17.273	-3.227	-4.246	0.558	-0.088	0.108
O	9.032	-3.718	-3.976	-0.163	-0.349	-0.467
O	19.55	-6.008	-3.106	-0.555	-0.004	0.019
O	11.202	0.318	-3.481	-0.123	-0.239	-0.489
O	23.603	-3.429	-2.433	-0.262	0.305	0.042
O	8.05	7.48	-3.164	0.587	-0.415	0.144
O	-26.646	-7.835	24.924	0.271	-0.459	0.018
O	25.963	1.739	25.915	-0.032	-0.48	-0.023
O	-31.917	-7.183	-5.345	-0.585	-0.232	-0.394
O	-24.372	2.242	-5.933	-0.385	0.01	-0.188
O	-14.959	1.199	-2.834	0.097	0.402	0.132
O	-29.815	-1.024	24.939	0.172	-0.055	-0.202
O	13.578	-2.805	-0.527	-0.033	-0.053	-0.439
O	5.804	-5.89	-4.589	0.321	0.374	0.393
O	-28.823	-0.299	-5.356	-0.413	-0.062	-0.451
O	32.516	3.014	25.192	0.062	0.162	0.216
O	29.315	5.146	22.991	-0.091	0.445	-0.015
O	6.779	8.063	-5.31	-0.263	-0.08	-0.011
O	25.621	-1.919	-3.377	-0.017	-0.211	-0.115
O	23.298	-6.607	23.064	0.67	0.006	0.24
O	-18.26	5.717	-6.108	-0.162	0.04	0.436
O	-25.698	1.424	23.776	0.418	0.194	-0.12
O	18.508	8.136	-3.703	0.012	0.161	0.292
O	1.474	3.282	25.948	-0.126	-0.703	-0.049
O	13.21	0.367	24.95	-0.064	0.244	0.302
O	20.688	3.286	-3.985	-0.391	-0.099	-0.267
O	2.114	3.596	23.414	0.004	-0.233	0.099
O	-11.55	-3.96	23.003	-0.079	-0.486	0.096
O	30.657	1.46	-3.527	0.703	0.071	-0.061
O	-20.264	0.797	24.456	-0.141	0.153	0.277
O	-11.593	3.182	25.168	-0.417	0.442	-0.081
O	-23.968	-0.341	-6.353	0.316	0.14	0.178
O	17.185	-3.026	-3.975	-0.017	0.355	-0.388

Results
total energy: -406615.597 eV
total energy less fixed offsets of O -438.25, Si -107.07 eV per atom: -2.797 eV
